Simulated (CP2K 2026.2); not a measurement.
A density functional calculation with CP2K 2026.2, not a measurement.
Periodic cell of 1175 atoms, Si864O311, from a study of silicon, its oxide and their interface. The atomic structure is a simulated model.
Doubt: the forces sum to 4.20 eV/angstrom along one axis rather than to zero, so they err by at least 0.0036 eV/angstrom per atom on average; the grid cutoff is modest.

Settings
functional: PBE
method: Gaussian and plane waves
basis set: DZVP-MOLOPT-SR-GTH
pseudopotentials: GTH-PBE
grid cutoff: 350 Ry, relative cutoff 50 Ry
k points: Gamma only
occupations: fixed
spin: none
net charge: 0

Cell vectors (angstrom)
a	32.64	0	0
b	0	16.32	0
c	1.9799	-4.3185	40.15

Atoms: element, x, y, z (angstrom)
Si	31.5593	14.4294	1.2267
Si	0.9634	1.5477	1.4157
Si	31.4333	3.8006	1.5106
Si	1.9154	6.4141	1.2898
Si	29.6504	7.9511	3.1306
Si	1.1545	12.1588	1.136
Si	4.209	14.6597	1.1961
Si	7.5333	0.5685	1.3184
Si	3.6045	4.5107	1.1593
Si	7.3674	6.0666	1.4346
Si	4.4422	6.1102	38.8754
Si	6.1844	12.2882	0.6074
Si	9.3501	15.2841	1.6455
Si	12.8441	15.8696	0.2058
Si	9.2495	4.2794	1.4097
Si	12.222	7.3672	0.9576
Si	9.4281	8.9246	1.2826
Si	12.1635	12.5064	1.4206
Si	14.6906	14.9331	1.4458
Si	16.7129	1.9058	1.1918
Si	15.2521	3.8055	1.6431
Si	18.1188	6.4553	1.3851
Si	14.102	8.7888	2.8621
Si	16.7458	12.7223	0.4661
Si	19.6138	14.3114	2.8379
Si	22.6909	-1.8962	39.7452
Si	19.7733	4.6013	1.4307
Si	22.8141	6.3564	0.1562
Si	21.6263	5.3017	38.1769
Si	20.4695	10.6583	0.7613
Si	25.5806	14.4353	1.4148
Si	28.4653	1.3976	1.4296
Si	24.6627	4.0087	0.6525
Si	27.1381	5.9562	0.783
Si	25.214	8.2317	0.4522
Si	28.845	11.4394	1.6076
Si	32.5362	-0.1648	2.626
Si	2.6832	2.74	2.5353
Si	32.7573	5.4351	2.6344
Si	1.3051	9.3736	3.9873
Si	32.5216	10.6733	2.5834
Si	2.6835	13.406	2.5349
Si	5.5423	-0.1567	2.5067
Si	8.1963	2.5402	2.6175
Si	5.4351	5.2495	2.5493
Si	8.1625	7.8122	2.8416
Si	5.013	10.3632	2.7556
Si	8.1861	13.5706	2.6825
Si	10.8669	0.0905	2.9874
Si	13.5996	2.6744	2.8757
Si	10.8732	5.3007	2.8144
Si	14.1392	3.2009	38.1145
Si	10.8848	11.0998	2.7396
Si	13.5467	13.5909	2.9262
Si	16.0961	0.0869	2.6166
Si	19.0257	2.9338	2.8825
Si	16.3991	5.5156	2.7783
Si	19.0235	8.3405	2.5979
Si	15.8618	10.6436	2.8157
Si	18.9683	13.5313	0.7219
Si	21.4019	-0.3137	3.0197
Si	24.1844	2.6518	2.5923
Si	21.5617	5.5764	2.6558
Si	25.2123	8.8396	2.7386
Si	22.4239	11.5175	2.8251
Si	24.2463	13.2093	2.9588
Si	27.0203	-0.1759	2.5498
Si	29.821	2.7346	2.8412
Si	27.9526	6.2272	2.9098
Si	30.52	9.6402	1.6931
Si	27.0112	10.5508	2.9528
Si	29.9068	13.352	2.6323
Si	31.203	1.2312	4.0438
Si	1.3802	4.0188	4.0451
Si	31.3779	6.7294	4.1124
Si	2.8882	8.0591	2.7958
Si	31.3588	12.1667	4.0548
Si	1.3955	14.8725	3.9364
Si	4.1402	1.3144	3.8224
Si	6.753	3.8727	3.971
Si	4.208	6.6371	4.089
Si	6.762	9.3366	4.0003
Si	3.9752	12.0803	4.0232
Si	6.7293	14.8298	4.0472
Si	9.4785	1.412	4.2437
Si	12.225	4.0156	4.1959
Si	9.6214	6.6967	4.2274
Si	12.2606	9.6632	4.0796
Si	9.4867	12.2811	4.1545
Si	12.2006	14.9665	4.2393
Si	14.9028	1.3141	4.2207
Si	17.611	4.1599	4.2666
Si	15.017	6.9408	4.0644
Si	17.6076	9.5815	4.0166
Si	14.917	12.2531	4.2326
Si	17.6913	15.1718	3.9669
Si	20.3525	1.4577	4.1826
Si	23.0354	4.1917	3.9592
Si	20.3524	6.9884	4.0767
Si	23.3433	9.6829	4.012
Si	20.5582	12.4603	4.037
Si	23.1364	14.9206	4.2017
Si	25.8059	1.4115	3.8807
Si	28.6191	4.2616	4.1022
Si	26.0405	7.0404	4.0724
Si	28.5136	9.5008	4.4299
Si	25.8732	12.155	4.2592
Si	28.5317	14.8736	3.921
Si	29.8461	-0.0926	5.3769
Si	32.6411	2.6157	5.3592
Si	30.0476	5.3984	5.5304
Si	32.6701	8.1045	5.4672
Si	29.9939	10.9126	5.517
Si	32.6883	13.5653	5.3831
Si	2.7788	-0.054	5.2515
Si	5.4026	2.6029	5.3773
Si	2.757	5.3423	5.4204
Si	5.4742	8.044	5.4721
Si	2.6189	10.7743	5.3973
Si	5.3711	13.4632	5.3772
Si	8.0864	-0.0702	5.4363
Si	10.8648	2.717	5.5912
Si	8.1398	5.2898	5.4036
Si	10.9421	8.2044	5.4453
Si	8.1078	10.7924	5.3584
Si	10.8178	13.6159	5.5535
Si	13.578	-0.0265	5.5843
Si	16.2491	2.7447	5.5413
Si	13.6035	5.5255	5.3994
Si	16.3623	8.2145	5.4961
Si	13.5364	10.9448	5.5869
Si	16.3995	13.6841	5.3701
Si	18.9347	0.1439	5.5116
Si	21.7714	2.8343	5.4392
Si	19.0421	5.5671	5.4869
Si	21.8647	8.2912	5.3217
Si	19.0896	10.9917	5.2682
Si	21.7892	13.6481	5.6209
Si	24.5134	0.0881	5.3818
Si	27.1579	2.8031	5.2857
Si	24.5263	5.556	5.2463
Si	27.1989	8.1628	5.7532
Si	24.5288	10.8671	5.6388
Si	27.2463	13.6123	5.4332
Si	31.2795	14.9174	6.7319
Si	1.4129	1.2797	6.6854
Si	31.3555	3.9779	6.8141
Si	1.4159	6.7358	6.7825
Si	31.3153	9.4835	6.827
Si	1.3474	12.1872	6.7846
Si	4.0675	14.9017	6.712
Si	6.7494	1.2917	6.7933
Si	4.0965	3.9863	6.7758
Si	6.8366	6.6949	6.8038
Si	4.0557	9.4445	6.7485
Si	6.7643	12.1518	6.7495
Si	9.4511	14.9657	6.8625
Si	12.223	1.3448	6.9114
Si	9.4827	4.0602	6.8858
Si	12.2662	6.8414	6.818
Si	9.5039	9.5063	6.7772
Si	12.181	12.276	6.9197
Si	15.0053	14.9415	6.8396
Si	17.6219	1.438	6.916
Si	14.9052	4.1543	6.829
Si	17.6931	6.8762	6.8735
Si	14.9569	9.5512	6.8415
Si	17.7372	12.2964	6.7301
Si	20.3451	15.0524	6.8268
Si	23.1256	1.4207	6.7607
Si	20.4011	4.1666	6.8096
Si	23.1662	6.8727	6.6965
Si	20.4439	9.6217	6.686
Si	23.1378	12.2576	6.9189
Si	25.8599	15.0075	6.7499
Si	28.517	1.3795	6.6757
Si	25.807	4.1358	6.6863
Si	28.6455	6.7441	6.8968
Si	25.8349	9.5304	7.0203
Si	28.5948	12.2709	6.8305
Si	32.6651	-0.0412	8.0749
Si	2.7272	2.6369	8.1187
Si	32.6958	5.3792	8.1484
Si	2.741	8.1042	8.1573
Si	32.6558	10.8505	8.1786
Si	2.7231	13.5613	8.1119
Si	5.4071	-0.0781	8.1378
Si	8.1211	2.6556	8.18
Si	5.4501	5.361	8.1507
Si	8.1737	8.1102	8.1435
Si	5.4139	10.8126	8.1237
Si	8.1074	13.5347	8.1498
Si	10.8408	-0.018	8.2268
Si	13.577	2.7623	8.2099
Si	10.8721	5.4687	8.1715
Si	13.6143	8.1758	8.2036
Si	10.8275	10.8594	8.1997
Si	13.613	13.6113	8.2134
Si	16.2935	0.0208	8.2277
Si	19.0379	2.8032	8.1898
Si	16.3093	5.4844	8.1867
Si	19.0944	8.2622	8.1293
Si	16.3539	10.9393	8.1271
Si	19.0292	13.6452	8.1704
Si	21.7483	0.0773	8.1438
Si	24.4827	2.7808	8.1084
Si	21.7987	5.5247	8.1132
Si	24.4407	8.1379	8.2309
Si	21.7345	10.9009	8.1932
Si	24.5165	13.6649	8.1705
Si	27.2021	0.0446	8.1164
Si	29.9146	2.6612	8.1072
Si	27.2035	5.3917	8.1436
Si	29.9702	8.1449	8.2115
Si	27.2451	10.9313	8.2304
Si	29.9546	13.6109	8.1742
Si	31.2731	1.3877	20.3042
Si	1.3551	4.1193	20.3595
Si	31.3109	6.8329	20.3418
Si	1.3701	9.4887	20.4205
Si	31.3045	12.2268	20.3441
Si	1.3734	-1.4033	20.3286
Si	4.1375	1.345	20.361
Si	6.7745	4.0136	20.4648
Si	4.025	6.7529	20.4494
Si	6.7782	9.4763	20.4463
Si	4.091	12.1994	20.4176
Si	6.834	-1.3824	20.4397
Si	9.4665	1.2879	20.5058
Si	12.2266	4.0321	20.4661
Si	9.5234	6.7481	20.4729
Si	12.268	9.4964	20.4882
Si	9.515	12.2257	20.4556
Si	12.2331	-1.3798	20.4881
Si	14.9782	1.3363	20.4915
Si	17.6845	4.0833	20.4329
Si	14.954	6.7987	20.4582
Si	17.6656	9.5482	20.4098
Si	14.9558	12.2448	20.4825
Si	17.6506	-1.3439	20.4568
Si	20.3648	1.3852	20.3837
Si	23.1006	4.134	20.3216
Si	20.419	6.8154	20.4018
Si	23.1417	9.5365	20.3628
Si	20.3697	12.2839	20.3873
Si	23.0999	-1.3358	20.2932
Si	25.8785	1.3853	20.2723
Si	28.5978	4.1238	20.2789
Si	25.8559	6.8543	20.3322
Si	28.5682	9.5479	20.3174
Si	25.8627	12.259	20.3137
Si	28.5704	-1.3509	20.3268
Si	29.9296	0.0279	21.6576
Si	32.5846	2.7889	21.6484
Si	29.9206	5.4976	21.6562
Si	32.6367	8.1392	21.7898
Si	29.9259	10.8821	21.6868
Si	32.6591	13.5801	21.7079
Si	2.7983	-0.0752	21.6201
Si	5.4018	2.6684	21.8535
Si	2.6651	5.398	21.8511
Si	5.3704	8.1299	21.7905
Si	2.7318	10.8457	21.7879
Si	5.4793	13.5572	21.7532
Si	8.0995	-0.0575	21.938
Si	10.8622	2.6432	21.8174
Si	8.1467	5.3634	21.8124
Si	10.9133	8.0992	21.8277
Si	8.1547	10.8398	21.7891
Si	10.8288	13.6086	21.8493
Si	13.6286	-0.053	21.8621
Si	16.3623	2.7167	21.836
Si	13.6098	5.3917	21.8074
Si	16.3219	8.1945	21.789
Si	13.6315	10.8633	21.8693
Si	16.3078	13.6146	21.8615
Si	19.0063	0.0482	21.7912
Si	21.7296	2.7893	21.6793
Si	19.0699	5.443	21.7711
Si	21.793	8.1864	21.7446
Si	18.9961	10.9411	21.762
Si	21.7134	13.7021	21.6949
Si	24.5193	0.002	21.5795
Si	27.27	2.7387	21.5991
Si	24.4667	5.5039	21.6537
Si	27.2245	8.212	21.6968
Si	24.5312	10.9018	21.6844
Si	27.2119	13.6064	21.6859
Si	31.2433	-1.3752	22.9974
Si	1.3893	1.3492	22.7669
Si	31.2084	4.1481	23.055
Si	1.2812	6.7531	23.2335
Si	31.2602	9.5504	23.0874
Si	1.3875	12.2545	23.1042
Si	4.1332	-1.3898	23.0772
Si	6.685	1.3037	23.3066
Si	3.9855	3.9783	23.2285
Si	6.6983	6.7074	23.0954
Si	4.0352	9.4731	23.2157
Si	6.7861	12.183	23.1518
Si	9.4641	-1.435	23.3272
Si	12.2056	1.2648	23.1815
Si	9.4994	3.9817	23.1854
Si	12.2847	6.7316	23.2002
Si	9.52	9.4704	23.1265
Si	12.2231	12.2547	23.154
Si	15.0204	-1.3421	23.3021
Si	17.7704	1.4422	23.2572
Si	14.9605	4.0304	23.1799
Si	17.702	6.8185	23.0868
Si	15.0429	9.5341	23.2617
Si	17.6486	12.2445	23.2272
Si	20.3178	-1.3297	23.1437
Si	23.1352	1.3607	22.8541
Si	20.4203	4.0967	23.1705
Si	23.1532	6.8142	23.1197
Si	20.4226	9.6046	23.0334
Si	23.1807	12.3659	22.9108
Si	25.8893	-1.2759	22.9957
Si	28.613	1.4236	23.0159
Si	25.8991	4.122	22.8665
Si	28.6187	6.8799	23.0381
Si	25.8695	9.536	23.088
Si	28.5479	12.2095	23.044
Si	32.7343	0.0213	24.1088
Si	2.5357	2.5091	24.4147
Si	32.4957	5.3922	24.5923
Si	2.6093	8.1584	24.5922
Si	32.5871	10.9603	24.4123
Si	2.8218	13.5763	24.4374
Si	5.2522	-0.059	24.6819
Si	8.1127	2.6661	24.6012
Si	5.3438	5.3906	24.535
Si	8.0673	8.0893	24.369
Si	5.4469	10.8472	24.5466
Si	8.0703	13.44	24.6559
Si	10.8722	-0.0378	24.646
Si	13.5711	2.622	24.5086
Si	10.8966	5.328	24.5154
Si	13.7241	8.063	24.5401
Si	10.9025	10.8354	24.4773
Si	13.5878	13.5548	24.5705
Si	16.4054	0.123	24.6501
Si	19.1801	2.7643	24.7056
Si	16.3955	5.4061	24.4497
Si	19.0928	8.2116	24.375
Si	16.3758	10.907	24.7363
Si	18.9337	13.6476	24.6029
Si	21.7657	0.1343	24.276
Si	24.5803	2.6716	24.0929
Si	21.8363	5.4111	24.5027
Si	24.5105	8.1985	24.4653
Si	21.8	11.0883	24.2347
Si	24.5117	13.6938	24.2987
Si	27.2709	0.0822	24.3556
Si	29.9191	2.7663	24.4418
Si	27.2166	5.4687	24.2409
Si	29.9639	8.1983	24.5089
Si	27.261	10.8377	24.4758
Si	29.8526	13.6256	24.3703
Si	31.7305	1.6327	25.4786
Si	33.3828	3.4399	25.617
Si	31.2274	6.8529	26.0274
Si	33.8522	9.638	25.851
Si	31.3037	12.4242	25.7337
Si	1.6202	-1.0673	25.531
Si	3.2758	0.7706	25.8843
Si	6.7387	4.0758	25.9021
Si	3.9918	6.7622	25.9099
Si	6.8026	9.4178	25.8342
Si	4.11	12.2175	25.9238
Si	6.6333	-1.478	26
Si	9.463	1.3326	26.0127
Si	12.2473	3.955	25.9028
Si	9.402	6.7061	25.6643
Si	12.307	9.4503	25.7462
Si	9.5021	11.9994	25.9739
Si	12.2925	-1.4082	25.997
Si	14.9346	1.4261	26.0153
Si	17.724	4.1656	25.9744
Si	15.1253	6.7178	25.9165
Si	17.8961	9.5114	25.9641
Si	14.7674	12.1498	26.0681
Si	17.8709	-1.0542	26.0948
Si	20.7839	1.4543	25.9858
Si	23.3235	3.8958	25.56
Si	20.4575	6.8757	25.7514
Si	23.1035	9.7415	25.5846
Si	20.5264	12.3653	25.7548
Si	23.1279	-1.2122	25.5492
Si	25.8925	1.4718	25.6113
Si	28.5084	4.2011	25.7243
Si	25.9209	6.7516	25.7249
Si	28.6153	9.5028	25.9546
Si	25.9055	12.3725	25.6192
Si	28.5604	-1.2796	25.7432
Si	31.1558	-0.0989	26.9916
Si	1.7807	3.7864	27.6552
Si	29.3475	5.8888	27.1654
Si	32.6251	8.324	27.383
Si	29.9922	11.0347	27.1783
Si	32.5768	-2.1791	26.8506
Si	3.1599	1.8563	28.0744
Si	5.2778	3.0232	28.4325
Si	3.0262	5.7843	27.8457
Si	5.2877	8.2425	27.1605
Si	2.4887	11.1075	27.1764
Si	5.1591	-2.6103	27.4846
Si	8.3673	-0.461	27.1593
Si	10.832	2.7021	27.3844
Si	8.0671	5.5376	27.177
Si	10.7429	8.1759	26.815
Si	8.4826	10.2477	27.2645
Si	10.6853	-2.7093	27.1844
Si	13.6857	-0.08	27.4016
Si	15.8756	3.2797	27.2195
Si	14.0501	4.9514	27.0964
Si	17.0019	7.6225	27.1158
Si	13.6151	10.5498	27.3717
Si	15.4264	-1.6871	27.9618
Si	19.8583	-0.3287	27.1718
Si	22.7936	2.1899	27.1716
Si	18.7762	5.9673	27.1422
Si	21.4618	8.6989	26.826
Si	19.867	10.4748	26.9857
Si	21.4927	-2.1188	26.9682
Si	24.3071	0.3067	26.847
Si	26.7395	3.2302	26.928
Si	25.0004	4.8749	26.8128
Si	27.5502	7.661	27.1499
Si	24.4899	11.0899	26.9156
Si	27.0631	-2.5178	27.0462
Si	32.2727	0.0534	29.6691
Si	33.9567	3.4081	31.9407
Si	32.9332	4.0741	29.404
Si	1.9355	7.7406	28.6796
Si	31.365	9.8388	28.764
Si	33.854	12.7502	28.4334
Si	2.7199	-1.8268	28.9947
Si	7.7797	2.594	30.2318
Si	4.8602	5.2384	29.2937
Si	6.5841	6.8194	28.5299
Si	3.6168	9.4368	28.402
Si	4.5562	10.111	30.4506
Si	9.2644	-0.0289	29.8245
Si	11.9194	1.0744	28.7862
Si	9.5686	4.402	28.5812
Si	12.0636	6.2732	28.9394
Si	7.5288	9.3323	29.9664
Si	11.6843	11.9535	29.5578
Si	15.4415	-1.9501	31.1462
Si	16.9573	2.1738	30.0127
Si	14.8353	0.8155	31.7577
Si	20.7977	5.5865	29.4622
Si	15.8189	9.202	29.3151
Si	17.8709	11.0016	30.7277
Si	19.374	0.1625	29.4352
Si	20.5296	3.0563	33.5951
Si	17.6394	3.8252	32.6515
Si	22.3191	8.3148	28.9455
Si	22.5329	12.5067	31.5856
Si	23.6627	-2.9105	28.9224
Si	25.3665	-1.319	28.2413
Si	26.5528	-0.2104	29.8881
Si	27.3049	2.7543	29.1702
Si	29.8515	4.664	29.1284
Si	25.4	8.9319	28.8049
Si	28.5591	12.5113	28.3411
Si	32.2144	12.0367	39.484
Si	30.7723	4.3732	35.6135
Si	3.2288	3.3634	39.5155
Si	25.2215	12.1117	37.2175
Si	32.6162	11.4366	30.0771
Si	2.0934	0.6502	32.6979
Si	3.5795	9.6813	33.2172
Si	8.9374	-3.0269	38.4344
Si	5.1831	-1.1224	36.0088
Si	1.9792	0.3194	29.5518
Si	29.6457	10.8383	33.692
Si	4.3604	1.364	34.6005
Si	15.1673	0.9126	36.6533
Si	12.1038	2.0941	30.9459
Si	6.256	-2.3727	33.2629
Si	12.6714	10.7275	36.3485
Si	11.8429	-2.8561	37.73
Si	12.4877	2.832	34.6133
Si	12.0667	7.5085	31.7
Si	19.2183	3.416	38.7258
Si	18.4001	6.8178	33.0943
Si	29.3641	8.4995	39.4987
Si	23.5404	-1.6732	36.8974
Si	9.1013	-1.3805	32.6578
Si	28.2964	-3.5569	36.7366
Si	25.5119	2.92	35.7625
Si	30.3869	6.4968	31.6577
Si	20.4769	-1.417	36.152
Si	17.1516	9.4284	33.1112
Si	21.3587	11.6353	38.7704
Si	31.8045	-3.2258	34.4018
Si	28.6986	-0.9705	31.743
Si	23.2449	7.3177	33.5649
Si	31.179	3.9502	32.9421
Si	13.0653	12.4898	34.1206
Si	32.1385	-0.2722	34.0113
Si	6.5357	-1.4067	38.7476
Si	32.7245	4.1067	39.8682
Si	31.7178	1.1083	39.5511
Si	4.7423	-3.9613	39.3634
Si	26.6066	11.5813	33.3509
Si	29.4778	9.198	31.2176
Si	27.3667	-2.0439	34.3909
Si	6.3493	3.0999	32.9548
Si	31.1665	5.0106	38.3188
Si	2.8931	6.7868	33.4475
Si	8.2523	11.2189	36.2382
Si	33.3718	6.744	31.2057
Si	10.5172	1.2199	33.4651
Si	16.478	4.9389	38.3918
Si	33.1022	0.313	36.8966
Si	10.8847	2.9383	0.1695
Si	10.0606	12.1885	33.782
Si	12.698	8.7951	38.4237
Si	15.566	2.318	34.2637
Si	13.5721	12.1075	31.9115
Si	14.4847	9.105	32.0907
Si	18.878	-3.198	38.2342
Si	11.0195	14.2854	0.2949
Si	18.3182	-2.3216	31.1328
Si	10.122	10.0173	31.458
Si	18.5445	8.4273	35.4636
Si	21.0889	5.7596	32.4181
Si	25.4289	5.1908	33.86
Si	20.607	-1.9484	33.1001
Si	14.8816	7.2212	39.5385
Si	14.035	-1.8162	35.9615
Si	25.1998	-0.0084	34.958
Si	21.404	0.7287	31.7204
Si	27.6649	4.9233	35.8072
Si	26.9604	10.7143	30.4959
Si	23.7977	10.3752	33.5638
Si	12.1358	1.4121	1.537
Si	3.6413	-3.5825	36.6091
Si	25.0259	3.5101	31.3118
Si	30.5873	1.2664	31.9788
Si	30.7112	-2.5493	30.2416
Si	33.5269	11.0599	33.0775
Si	5.6533	11.3495	34.6639
Si	9.0041	3.9131	33.8723
Si	4.9131	-3.0775	30.482
Si	7.6443	6.1323	38.5037
Si	32.3805	6.7078	36.294
Si	9.3866	3.7638	39.3209
Si	9.6034	6.1019	36.1656
Si	15.5889	-0.4379	39.2899
Si	10.3558	8.9875	36.5329
Si	2.563	5.6869	36.3356
Si	4.1511	4.9565	31.5617
Si	17.3593	7.6768	38.0699
Si	11.4122	4.0807	37.306
Si	22.6491	1.1077	1.6366
Si	23.1884	3.8481	28.871
Si	20.6024	1.7027	36.4939
Si	2.6621	2.6689	36.6864
Si	15.9233	-3.2031	38.0526
Si	11.2575	4.5547	32.2604
Si	20.6409	10.6563	29.9841
Si	24.4267	0.6726	32.094
Si	23.057	10.3755	36.4862
Si	23.1574	2.6744	37.7842
Si	21.548	7.7869	36.1702
Si	30.399	10.6903	37.5304
Si	33.3898	-2.7844	37.0322
Si	28.2817	-2.3344	39.4788
Si	28.1693	5.9491	38.61
Si	23.9728	0.0852	0.0332
Si	31.6538	9.5452	35.1573
Si	31.3012	1.3159	9.4591
Si	1.402	4.0192	9.5025
Si	31.3373	6.7558	9.5154
Si	1.39	9.4841	9.5142
Si	31.2979	12.2253	9.5252
Si	1.3671	14.9264	9.4741
Si	4.0783	1.3003	9.5051
Si	6.7941	4.0301	9.542
Si	4.1045	6.7437	9.5087
Si	6.7955	9.4731	9.4926
Si	4.0864	12.207	9.487
Si	6.774	14.9074	9.5173
Si	9.4899	1.341	9.5689
Si	12.2108	4.1059	9.5564
Si	9.5257	6.8022	9.5504
Si	12.2237	9.5185	9.5468
Si	9.4783	12.2175	9.5472
Si	12.2339	14.9594	9.5634
Si	14.9345	1.3919	9.5642
Si	17.665	4.1316	9.5516
Si	14.9574	6.8194	9.5672
Si	17.7002	9.5776	9.5052
Si	14.9781	12.2439	9.5412
Si	17.6661	14.9766	9.5543
Si	20.3946	1.4175	9.5254
Si	23.1231	4.1298	9.485
Si	20.4229	6.8671	9.4923
Si	23.0833	9.5278	9.5508
Si	20.3807	12.2778	9.533
Si	23.1122	15.0152	9.4967
Si	25.8367	1.4013	9.4768
Si	28.5688	4.0308	9.4887
Si	25.8483	6.7675	9.5185
Si	28.5952	9.5226	9.5422
Si	25.8596	12.2978	9.5433
Si	28.573	14.9964	9.4879
Si	29.9478	-0.0049	10.8577
Si	32.6493	2.6802	10.8413
Si	29.9333	5.4104	10.841
Si	32.6776	8.1267	10.8769
Si	29.9468	10.877	10.8938
Si	32.6672	13.5828	10.8649
Si	2.7192	-0.0455	10.8632
Si	5.4357	2.6643	10.8831
Si	2.7487	5.3881	10.87
Si	5.4554	8.1159	10.8711
Si	2.7455	10.8518	10.867
Si	5.4311	13.5525	10.8833
Si	8.1385	-0.0487	10.8946
Si	10.8583	2.7221	10.9079
Si	8.162	5.4141	10.8869
Si	10.8793	8.155	10.9191
Si	8.135	10.837	10.8891
Si	10.8667	13.5762	10.8965
Si	13.5775	0.0201	10.9174
Si	16.3122	2.748	10.9063
Si	13.5862	5.4527	10.9169
Si	16.3345	8.2026	10.8803
Si	13.6002	10.8813	10.894
Si	16.3075	13.6172	10.9127
Si	19.0373	0.0338	10.8829
Si	21.7603	2.7751	10.8652
Si	19.0455	5.5049	10.8663
Si	21.7416	8.1854	10.9162
Si	19.0263	10.9224	10.9
Si	21.7597	13.6414	10.8643
Si	24.4745	0.0473	10.8515
Si	27.2071	2.7108	10.8676
Si	24.482	5.44	10.8846
Si	27.2052	8.1549	10.8589
Si	24.4776	10.9089	10.8625
Si	27.2237	13.6477	10.879
Si	31.3038	14.9481	12.2168
Si	1.3713	1.3309	12.2165
Si	31.2979	4.0558	12.202
Si	1.3961	6.7633	12.2263
Si	31.3157	9.5033	12.2248
Si	1.3901	12.2221	12.2226
Si	4.084	14.9275	12.2372
Si	6.7991	1.3231	12.2566
Si	4.1002	4.0404	12.244
Si	6.812	6.7746	12.251
Si	4.1057	9.4902	12.229
Si	6.7947	12.2033	12.2539
Si	9.5134	14.9325	12.2617
Si	12.2185	1.3676	12.2746
Si	9.5117	4.0732	12.2744
Si	12.2305	6.798	12.2874
Si	9.5087	9.5046	12.2694
Si	12.2333	12.2291	12.2611
Si	14.9405	14.9735	12.2661
Si	17.6687	1.379	12.2535
Si	14.9442	4.0909	12.2732
Si	17.6773	6.8364	12.2484
Si	14.9562	9.5269	12.2611
Si	17.6617	12.2599	12.2706
Si	20.3917	14.9857	12.2369
Si	23.111	1.3966	12.2197
Si	20.388	4.1231	12.2266
Si	23.1177	6.8111	12.2367
Si	20.3759	9.5508	12.2572
Si	23.1132	12.2695	12.2215
Si	25.8366	15.0001	12.2156
Si	28.58	1.3553	12.215
Si	25.8472	4.0766	12.2266
Si	28.5778	6.7896	12.1995
Si	25.8411	9.5314	12.2065
Si	28.5749	12.256	12.2219
Si	32.6632	-0.0211	13.5847
Si	2.7334	2.6846	13.5891
Si	32.6593	5.4129	13.5694
Si	2.7505	8.1282	13.5861
Si	32.6716	10.867	13.5787
Si	2.7388	13.5709	13.6036
Si	5.4446	-0.0367	13.6103
Si	8.1593	2.6932	13.6205
Si	5.4581	5.4075	13.6054
Si	8.1631	8.1306	13.6318
Si	5.4528	10.8394	13.6178
Si	8.1616	13.5625	13.6174
Si	10.8705	-0.0161	13.6227
Si	13.583	2.7241	13.6355
Si	10.8714	5.4287	13.6458
Si	13.5983	8.1623	13.6335
Si	10.8761	10.8648	13.6265
Si	13.5847	13.6011	13.6226
Si	16.301	0.0192	13.6182
Si	19.0278	2.7545	13.5936
Si	16.3108	5.465	13.6113
Si	19.0217	8.1909	13.6218
Si	16.3034	10.8927	13.6284
Si	19.027	13.6279	13.608
Si	21.7501	0.0318	13.5844
Si	24.4745	2.7362	13.5853
Si	21.7461	5.4675	13.5965
Si	24.4802	8.1809	13.5742
Si	21.7484	10.916	13.5902
Si	24.4765	13.6309	13.5718
Si	27.2081	0.0155	13.5768
Si	29.939	2.7143	13.5723
Si	27.2118	5.4463	13.5663
Si	29.936	8.1509	13.5617
Si	27.2045	10.8908	13.5625
Si	29.9424	13.5991	13.5778
Si	31.3059	1.3545	14.927
Si	1.3848	4.0634	14.9359
Si	31.298	6.7899	14.9138
Si	1.3895	9.5001	14.9299
Si	31.3096	12.2363	14.9267
Si	1.3835	-1.3779	14.9546
Si	4.0928	1.3336	14.9638
Si	6.8086	4.0558	14.983
Si	4.108	6.7784	14.96
Si	6.8118	9.4905	14.9973
Si	4.0979	12.209	14.9667
Si	6.8114	-1.3905	14.9741
Si	9.527	1.3446	14.9875
Si	12.2302	4.0721	15.0116
Si	9.5123	6.7781	15.0141
Si	12.2291	9.5081	14.9989
Si	9.5215	12.2165	14.9964
Si	12.2289	-1.3699	14.9935
Si	14.9361	1.3607	14.996
Si	17.6605	4.0958	14.9693
Si	14.9536	6.8036	14.9984
Si	17.6611	9.5374	14.9924
Si	14.9388	12.2443	14.9899
Si	17.6562	-1.3441	14.9719
Si	20.3825	1.3859	14.9468
Si	23.11	4.102	14.9368
Si	20.3849	6.8225	14.9639
Si	23.1105	9.5406	14.9278
Si	20.3824	12.262	14.9622
Si	23.1064	-1.3389	14.9371
Si	25.8382	1.373	14.9302
Si	28.5737	4.0842	14.9187
Si	25.8495	6.8175	14.9173
Si	28.5764	9.5277	14.9098
Si	25.8388	12.2552	14.9147
Si	28.5732	-1.3548	14.9196
Si	29.9417	-0.0029	16.2721
Si	32.6703	2.7085	16.2899
Si	29.9358	5.4441	16.2721
Si	32.6552	8.1521	16.2729
Si	29.9425	10.8814	16.2708
Si	32.6644	13.5798	16.3046
Si	2.7443	-0.0253	16.3262
Si	5.4481	2.6945	16.3333
Si	2.7418	5.4215	16.3049
Si	5.4567	8.1204	16.353
Si	2.7433	10.837	16.3132
Si	5.4577	13.5668	16.332
Si	8.1795	-0.0311	16.3346
Si	10.8759	2.6992	16.3733
Si	8.1562	5.4035	16.3737
Si	10.875	8.1427	16.3718
Si	8.174	10.8491	16.3655
Si	10.8837	13.5773	16.3587
Si	13.578	-0.0072	16.3659
Si	16.2989	2.7322	16.3411
Si	13.5959	5.4345	16.367
Si	16.3087	8.171	16.3585
Si	13.5871	10.8746	16.3563
Si	16.2945	13.616	16.3418
Si	19.0159	0.0275	16.3129
Si	21.7437	2.7503	16.2956
Si	19.0183	5.4617	16.3227
Si	21.7485	8.1962	16.3019
Si	19.0235	10.9076	16.3386
Si	21.7419	13.6275	16.3081
Si	24.4713	0.0188	16.2863
Si	27.2009	2.7371	16.2722
Si	24.477	5.4702	16.2738
Si	27.2132	8.1783	16.2682
Si	24.4719	10.9017	16.2735
Si	27.2075	13.6072	16.2674
Si	31.3024	-1.3584	17.6389
Si	1.3881	1.3571	17.6648
Si	31.3115	4.0923	17.6189
Si	1.3785	6.8049	17.6333
Si	31.3011	9.5187	17.6296
Si	1.3797	12.1974	17.6557
Si	4.1052	-1.391	17.6904
Si	6.8229	1.3314	17.6804
Si	4.0909	4.0667	17.6857
Si	6.7972	6.7596	17.7416
Si	4.0908	9.484	17.6998
Si	6.8102	12.216	17.7124
Si	9.5355	-1.379	17.7183
Si	12.2291	1.3437	17.7517
Si	9.5088	4.0393	17.7463
Si	12.2319	6.7816	17.7361
Si	9.5243	9.4943	17.7529
Si	12.2337	12.2184	17.7356
Si	14.9321	-1.3691	17.7302
Si	17.65	1.3626	17.6937
Si	14.9525	4.0752	17.7357
Si	17.6724	6.8104	17.712
Si	14.945	9.5232	17.7237
Si	17.6567	12.2665	17.7003
Si	20.3742	-1.3297	17.6665
Si	23.1115	1.3935	17.6371
Si	20.3779	4.0968	17.6653
Si	23.1218	6.8346	17.6341
Si	20.3895	9.5406	17.6861
Si	23.0999	12.2421	17.6418
Si	25.8338	-1.36	17.6182
Si	28.5708	1.3656	17.6019
Si	25.8403	4.1112	17.621
Si	28.5769	6.8179	17.6206
Si	25.8486	9.5476	17.6142
Si	28.587	12.2572	17.6153
Si	32.6596	-0.0012	19.0003
Si	2.7339	2.7173	19.0433
Si	32.6579	5.4661	18.9818
Si	2.7139	8.1256	19.0492
Si	32.6636	10.8426	19.0205
Si	2.741	13.5414	19.0165
Si	5.4906	-0.0325	19.0379
Si	8.1448	2.6608	19.1038
Si	5.4234	5.4	19.1027
Si	8.1613	8.1162	19.1065
Si	5.4502	10.8434	19.0604
Si	8.1778	13.579	19.0704
Si	10.8662	-0.0238	19.121
Si	13.6102	2.6934	19.1122
Si	10.8785	5.4007	19.097
Si	13.5965	8.1483	19.0898
Si	10.8932	10.8557	19.1202
Si	13.58	13.5822	19.1086
Si	16.2987	-0.003	19.0773
Si	19.0112	2.7368	19.03
Si	16.3182	5.4496	19.0859
Si	19.0378	8.1804	19.0611
Si	16.3	10.907	19.0707
Si	19.0104	13.6446	19.0481
Si	21.7358	0.0528	18.9942
Si	24.4774	2.7607	18.9788
Si	21.7456	5.4856	18.9821
Si	24.4913	8.1986	18.9769
Si	21.7464	10.9065	19.041
Si	24.4673	13.6003	18.9733
Si	27.2173	-0.0046	18.9458
Si	29.9315	2.7366	18.9375
Si	27.1992	5.4769	18.9687
Si	29.9359	8.1743	18.983
Si	27.2196	10.9058	18.9576
Si	29.9458	13.602	18.9911
O	3.9471	9.218	2.2392
O	5.492	-1.6872	34.5197
O	3.8192	7.2336	39.9037
O	5.4755	11.0608	1.3729
O	12.0172	6.0647	1.8834
O	14.5064	2.6481	39.5843
O	9.7819	10.4393	1.7035
O	18.2496	2.0452	1.7228
O	13.5113	8.2026	1.4475
O	16.3737	11.4614	1.4636
O	22.3976	6.6451	1.6971
O	25.9793	3.0561	39.9589
O	19.761	9.551	1.7234
O	22.5349	5.7418	39.4306
O	21.9527	10.9783	1.3334
O	25.8094	5.072	1.0796
O	5.754	3.1446	26.8661
O	15.1931	13.1817	27.2831
O	16.9142	-1.2788	27.4363
O	29.5707	-0.4391	26.7551
O	31.324	0.5811	28.4635
O	33.4081	2.9313	30.4831
O	31.026	3.3268	34.4264
O	6.52	2.3147	29.2391
O	3.8455	-1.6504	27.7844
O	5.6834	-3.0105	29.015
O	10.7488	-0.0678	29.1479
O	8.0796	-0.3667	28.7663
O	11.7355	7.3358	27.7853
O	9.701	9.1847	27.5915
O	6.0841	9.6214	30.5824
O	8.6133	9.5759	31.1244
O	9.4907	-1.6268	27.1638
O	10.9389	13.1336	28.739
O	13.5437	1.767	31.6207
O	16.3324	2.9865	28.7691
O	13.3561	5.3807	28.5391
O	16.6123	7.9499	28.6784
O	12.6773	11.2431	28.5076
O	14.7095	9.6664	28.2225
O	15.4982	-1.9104	29.5454
O	16.9303	-1.7402	31.7307
O	21.2622	2.1317	32.4958
O	21.6523	6.948	29.4795
O	19.3879	5.7029	28.6689
O	17.7884	5.4287	32.5678
O	19.2987	10.2251	30.7752
O	20.0605	11.038	28.5211
O	22.1827	-2.4006	28.4448
O	27.3261	1.1307	29.3591
O	26.6818	7.9457	28.5605
O	21.7703	9.5026	29.9213
O	25.4127	9.8652	27.4851
O	34.201	2.1597	32.9083
O	32.3166	0.2222	35.5145
O	2.7038	4.2057	31.7187
O	26.263	3.317	30.2859
O	5.0066	10.1306	33.8317
O	6.0674	-0.224	39.7673
O	31.6223	6.4588	37.7012
O	29.6386	-2.7871	29.0541
O	28.7604	3.4738	29.4108
O	3.5254	-2.2751	30.3427
O	8.981	2.4242	40.1283
O	27.9506	9.5129	30.8683
O	11.5311	6.1305	32.3125
O	12.7701	4.0584	38.1909
O	11.8245	3.7166	30.972
O	10.9623	8.6722	31.7193
O	12.2684	-2.4651	39.2416
O	8.1147	12.2697	37.4754
O	8.5519	3.9543	29.7996
O	13.3681	8.0247	32.5051
O	18.5943	7.7845	39.1135
O	7.5319	7.7669	29.5095
O	11.817	3.3264	35.9672
O	19.8097	11.8093	38.3412
O	12.6224	-1.8574	36.7404
O	15.1994	8.6776	30.7048
O	13.7664	10.5143	31.744
O	22.9681	0.452	31.4428
O	20.6462	0.7221	30.2913
O	19.9868	6.8664	32.8198
O	24.6229	10.6626	36.8117
O	27.6382	11.6686	29.3906
O	29.233	4.8177	35.5047
O	13.5821	11.318	35.1488
O	33.5678	-0.3304	33.2329
O	26.4561	-0.9836	35.1663
O	28.4628	-2.6682	35.3993
O	33.9573	6.6711	36.5792
O	1.4839	0.8825	0.032
O	4.1954	11.9481	37.9079
O	23.6063	8.828	33.134
O	10.4788	4.6703	40.1098
O	15.388	4.0805	37.5557
O	10.9581	1.4507	31.9153
O	12.0159	3.8978	33.5105
O	25.6151	9.9526	30.0369
O	29.2171	11.4421	36.7296
O	20.1813	0.1718	36.2005
O	20.2565	-2.0041	34.6667
O	17.6777	3.9383	38.8478
O	11.1421	8.5972	37.9199
O	12.1954	11.9229	37.3603
O	22.8997	10.6509	34.8941
O	26.9703	3.497	36.1662
O	31.8352	5.5609	35.2985
O	26.606	7.3941	0.2238
O	21.3707	6.5348	37.1721
O	25.0921	-4.1074	38.8257
O	29.6257	5.2459	38.7782
O	30.3606	9.1099	29.8645
O	33.0533	-3.3222	38.5151
O	32.046	8.077	35.5829
O	5.6423	1.9292	33.8037
O	15.6798	13.9393	0.5815
O	9.4458	5.023	34.9686
O	32.6545	10.0228	33.9803
O	32.1167	2.5952	40.0456
O	32.1854	-3.101	35.9839
O	6.4158	12.3865	33.6707
O	8.1263	-1.6861	38.8364
O	18.0245	9.6083	34.4661
O	26.7521	13.7587	0.5038
O	24.8059	3.9942	34.7701
O	17.3286	3.2214	31.185
O	23.348	4.8169	0.1119
O	30.8503	11.6476	38.7329
O	33.3258	10.8868	31.4605
O	30.5235	12.1432	34.1009
O	29.8735	5.7644	30.3145
O	26.4035	-3.2269	33.8631
O	30.5062	2.8759	31.9358
O	28.0508	11.0431	33.8668
O	19.4907	-2.1135	37.2166
O	7.5101	12.7051	1.4326
O	31.9115	-1.5388	29.8392
O	1.5273	7.8094	30.2857
O	18.0449	12.575	30.4101
O	27.6491	-1.2113	30.5445
O	29.167	0.5829	31.6514
O	9.0412	11.9069	34.9972
O	4.5681	11.7005	30.7773
O	10.155	3.2935	37.974
O	25.374	10.6643	33.8514
O	25.3983	4.7395	32.2991
O	15.9931	8.1634	38.7948
O	14.5289	4.4787	0.314
O	23.621	-1.476	38.4937
O	0.0532	13.3255	0.7662
O	6.7572	10.8396	35.7345
O	2.0365	-3.6178	36.501
O	33.0439	10.7274	39.9418
O	21.6212	2.1561	0.8913
O	31.0749	0.7639	33.4153
O	21.846	-0.5539	40.1394
O	4.7923	0.4145	35.818
O	17.1748	6.1413	37.5599
O	24.5139	-0.1313	33.4943
O	31.7483	0.794	30.9834
O	24.3687	-3.0183	36.5201
O	22.494	4.1224	37.5058
O	2.442	0.4334	31.1414
O	3.4331	0.5105	33.5831
O	17.6697	8.5879	36.7962
O	30.1271	0.9509	39.8508
O	5.2191	4.0454	32.3422
O	30.3918	5.3568	32.8032
O	18.7465	-2.5856	39.7268
O	3.5649	2.5552	35.3461
O	24.1389	-0.4004	36.1068
O	23.5218	2.2949	39.329
O	21.9902	-1.807	36.5232
O	4.0481	6.3491	32.3922
O	23.955	8.2175	29.0077
O	14.5083	-0.2965	35.8206
O	18.2323	1.3163	29.5254
O	20.7848	-0.4024	32.684
O	9.8548	-0.2484	33.542
O	21.862	-3.2681	39.4164
O	15.5379	1.1335	33.1659
O	3.711	6.0938	37.4141
O	9.0141	9.8795	36.7546
O	13.4921	7.368	38.6502
O	31.4013	12.3801	30.632
O	10.1766	10.9086	32.8049
O	5.4243	11.1085	40.1201
O	3.4953	2.6185	38.0851
O	9.6871	-2.862	32.8625
O	13.987	-0.4043	39.5935
O	31.8551	7.1635	31.5136
O	23.6592	3.6588	30.4231
O	21.4484	10.3439	39.7654
O	22.0497	1.6281	37.2382
O	12.4934	12.6066	30.8008
O	34.1292	6.6389	32.635
O	17.4267	-3.6392	37.6845
O	32.0444	0.8149	38.0084
O	27.5692	2.2116	0.3086
O	9.6567	4.3684	32.4555
O	10.8716	5.5859	37.0485
O	15.9629	0.3504	37.9334
O	10.8497	8.2077	0.9978
O	25.735	1.495	35.0715
O	2.4453	10.8181	33.418
O	9.1924	-1.0101	31.0898
O	8.1996	6.166	36.9813
O	27.4483	-3.6095	40.0059
O	10.6988	5.4267	29.195
O	23.5689	-3.1197	30.5349
O	3.1008	8.311	33.9219
O	15.8468	1.1259	30.5384
O	4.387	12.0666	35.3586
O	7.2208	2.5222	31.7329
O	4.1942	4.6729	39.5856
O	33.6734	-1.185	37.1829
O	31.4836	-1.7354	33.9123
O	22.5621	8.8738	36.8257
O	24.5707	2.6487	37.0304
O	21.2984	11.9272	30.7156
O	27.2512	-1.093	39.5153
O	28.556	11.9468	0.0577
O	3.9943	-2.0045	36.6447
O	14.9394	12.9131	31.611
O	18.2108	7.0234	34.7001
O	15.1341	-2.7101	36.7418
O	26.6123	11.6496	31.7454
O	31.6456	10.4308	36.5234
O	29.4487	7.764	31.9739
O	23.2932	11.3336	32.3779
O	20.603	5.1451	31
O	33.2537	5.4521	30.2217
O	19.6924	12.0666	0.6035
O	10.2605	-2.6169	37.6111
O	10.6751	10.8588	30.1857
O	27.2271	5.2579	39.7147
O	26.7694	12.245	36.8211
O	32.5	2.6784	0.974
O	24.2767	4.9464	28.3086
O	20.1178	8.4875	35.8456
O	5.809	-2.7623	39.2365
O	15.5488	9.217	33.3081
O	8.0698	4.6701	39.0873
O	9.3064	-3.729	39.8399
O	15.9951	-1.9934	39.1242
O	31.0933	3.8793	37.118
O	11.8947	1.3451	34.3175
O	17.7041	8.0865	32.3631
O	23.8909	11.9617	28.1778
O	2.998	5.8622	34.7781
O	18.8988	-1.2447	30.0872
O	15.1494	11.9005	38.7711
O	27.5349	5.8455	37.1277
O	24.3536	14.8729	0.4073
O	12.5006	7.1636	30.1949
O	16.8637	10.4112	29.6032
O	29.997	10.4055	32.1667
O	34.255	1.4415	36.7536
O	16.4405	3.5304	33.6892
O	22.5219	6.5078	32.3559
O	9.9734	7.6274	35.7279
O	6.0342	6.3219	38.6213
O	5.2178	13.5794	0.4952
O	28.0842	-1.2763	33.183
O	9.5068	2.3638	34.0599
O	11.4794	12.585	34.4436
O	13.9888	1.894	37.1772
O	24.7622	2.2409	32.283
O	13.8184	-2.4425	34.4934
O	7.7854	10.3909	28.7433
O	26.9084	5.4872	34.4811
O	22.2108	7.2835	34.7984
O	21.1492	4.5486	33.4917
O	7.3884	3.9245	33.8747
O	30.6309	4.3742	0.2228
O	6.3166	-1.1174	37.1668
O	5.6354	-2.3921	31.7597
O	31.346	3.9899	29.0537
O	21.9443	-2.7614	32.6704
O	20.7394	2.4888	35.0866
O	13.4598	9.6222	37.2279
O	29.7821	0.7673	0.6906
O	18.9583	3.1224	33.2449
O	30.1284	9.5966	34.6133
O	32.7432	4.2305	32.6291
O	29.9076	9.3175	38.2214
O	15.5499	5.715	39.5245
O	21.6867	4.4454	28.7526
O	24.5953	6.5553	33.9898
O	19.3445	-2.5808	32.3347
O	14.0843	2.8514	34.5846
O	28.7255	-2.5957	37.9609
O	22.1987	11.3773	37.4165
O	29.9386	-1.9709	31.5238
O	7.5801	-1.4732	33.1517
O	11.383	9.9483	35.7085
O	19.5087	2.475	37.4263
O	20.1937	4.714	38.6607
O	8.9434	1.5013	30.1771
O	14.4718	-0.7613	31.6746
O	2.0358	4.1643	36.5683
O	8.4034	7.3568	39.2772
O	25.5206	0.1215	31.0723
O	19.5476	2.5328	40.0409
O	16.1565	1.7061	35.6459
O	17.2667	10.7564	32.2045
O	3.7376	9.3885	31.6411
O	34.3149	3.9039	39.5043
O	33.0751	12.5365	33.5561
O	28.2205	7.5154	38.9568

Results
total energy: -228805.967 eV
total energy less fixed offsets of O -438.35, Si -107.03 eV per atom: -5.197 eV

Forces (eV/angstrom), in the order of the atoms: element, x, y, z
Si	-0.2105	0.0938	0.7666
Si	0.2141	-0.0751	0.7702
Si	-0.0489	0.2135	0.6679
Si	0.0761	-0.0342	0.0373
Si	-0.0291	-0.0383	-0.0699
Si	0.1446	-0.2773	0.6561
Si	-0.0086	0.1052	0.7755
Si	0.105	0.043	0.673
Si	-0.2032	0.1941	0.5099
Si	0.1599	-0.3483	0.5582
Si	-0.0716	0.03	0.0409
Si	0.0899	0.0597	0.1272
Si	-0.0694	0.037	-0.0316
Si	-0.1089	-0.1997	0.4562
Si	0.0617	0.0042	0.0394
Si	-0.079	0.0243	0.1669
Si	-0.2633	-0.2924	0.5235
Si	-0.068	-0.0109	-0.011
Si	-0.3116	0.4423	0.3773
Si	-0.6586	0.0236	0.4987
Si	0.2453	-0.3482	0.3591
Si	0.3545	-0.2554	0.5645
Si	0.2555	0.2365	0.6211
Si	0.4448	0.154	0.251
Si	0.0488	0.0051	0.004
Si	-0.2043	0.0553	-0.0086
Si	-0.0114	0.5378	0.4914
Si	0.0001	0.033	0.063
Si	-0.0321	-0.0226	0.0776
Si	-0.014	-0.0226	0.2445
Si	-0.0051	0.0144	0.6789
Si	-0.2843	-0.0432	0.5935
Si	-0.1244	-0.3202	0.528
Si	0.3256	0.0875	0.5358
Si	-0.0107	0.0847	0.7347
Si	0.0815	-0.2477	0.5005
Si	-0.0479	-0.0176	0.0366
Si	0.0004	0.0189	-0.0068
Si	-0.0033	0.0878	-0.0384
Si	0.0487	0.0419	-0.0062
Si	-0.0094	-0.0098	0.0119
Si	-0.0485	0.0161	-0.0101
Si	-0.0273	0.0238	-0.0406
Si	-0.0116	-0.0293	0.0029
Si	-0.0182	0.0408	-0.0094
Si	0.0422	-0.0554	-0.043
Si	0.147	0.0842	0.7681
Si	0.2141	0.3248	0.4254
Si	-0.0327	-0.021	0.0451
Si	-0.0047	0.0961	0.0492
Si	-0.4514	-0.2577	0.2325
Si	-0.0468	0.0673	0.057
Si	0.4267	0.1733	0.3581
Si	-0.0306	0.0379	0.0006
Si	-0.0091	0.0269	-0.0773
Si	0.2895	0.2334	0.4395
Si	0.0727	0.0618	-0.0091
Si	-0.2974	-0.3819	0.2264
Si	-0.275	-0.2743	0.4455
Si	-0.4152	0.1268	0.4032
Si	0.0095	-0.0207	-0.0474
Si	-0.0133	-0.0192	-0.0339
Si	-0.3739	-0.4761	0.2441
Si	0.0216	-0.0666	0.0314
Si	0.123	0.2053	0.518
Si	-0.0382	0.0037	-0.0468
Si	-0.0457	-0.0004	0.026
Si	0.0106	-0.0361	0.0355
Si	0.0183	-0.0036	0.0359
Si	-0.0694	0.0824	-0.0845
Si	0.0089	-0.0345	-0.0563
Si	-0.0445	0.0184	-0.001
Si	0.0478	0.0218	0.0244
Si	-0.0006	0.0074	0.0102
Si	-0.0015	-0.0271	0.0127
Si	-0.4426	-0.4196	0.1496
Si	0.0319	-0.0447	0.024
Si	-0.0052	-0.0286	0.0185
Si	-0.0002	-0.0158	-0.0169
Si	0.0511	0.0153	0.0118
Si	0.0274	-0.0021	-0.032
Si	-0.0048	0.0218	-0.0516
Si	0.0553	-0.0014	-0.0152
Si	0.0131	-0.0307	-0.0346
Si	-0.0653	0.0044	0.0066
Si	0.0204	0.0597	-0.0056
Si	0.039	-0.0083	-0.0164
Si	0.0043	-0.0381	-0.0742
Si	-0.0591	-0.0297	-0.0267
Si	-0.0064	-0.0218	-0.0358
Si	0.0687	0.0005	-0.0162
Si	0.0227	-0.0359	-0.0245
Si	-0.0804	0.0032	-0.005
Si	0.0458	0.0535	-0.0385
Si	0.0478	-0.0439	-0.0239
Si	-0.0039	0.0117	-0.0297
Si	-0.057	-0.0256	0.0776
Si	-0.0234	0.0649	0.0055
Si	-0.0633	-0.0301	-0.0526
Si	-0.0295	-0.0126	-0.1031
Si	0.0182	-0.0395	-0.0694
Si	-0.0242	-0.0379	0.0488
Si	0.0022	-0.0301	0.0165
Si	-0.0755	0.0072	-0.0326
Si	-0.0233	-0.045	-0.0876
Si	-0.0119	0.0256	0.0364
Si	-0.0216	-0.0301	0.008
Si	0.0368	0.007	-0.0259
Si	-0.0141	-0.0091	0.0155
Si	-0.0223	0.0029	-0.0159
Si	0.0138	0.0497	0.0319
Si	-0.0124	-0.0198	0.0312
Si	0.0429	0.0105	-0.0141
Si	-0.0084	0.0161	-0.0231
Si	0.0145	0.0029	0.0018
Si	-0.0163	-0.0206	-0.0142
Si	-0.0332	-0.0111	-0.0153
Si	-0.0005	0.0138	0.0324
Si	-0.0216	-0.0034	0.0345
Si	0.0127	-0.0235	-0.0002
Si	0.0331	-0.0491	-0.0272
Si	0.0102	0.0056	0.0129
Si	-0.0127	-0.0241	-0.0537
Si	0.0329	-0.0182	0.0034
Si	0.0169	-0.0104	0.0212
Si	-0.0139	0.036	-0.0123
Si	0.0206	-0.0106	0.0213
Si	-0.0069	0.0004	0.0295
Si	0.0071	-0.0053	0.0219
Si	-0.0322	0.0106	0.0127
Si	-0.0268	0.0123	-0.0282
Si	0.0207	0.0339	0.0128
Si	0.0533	-0.0076	-0.0103
Si	0.0166	0.0194	0.0289
Si	0.0187	-0.0064	0.0103
Si	0.0522	0.0241	0.0057
Si	-0.0076	0.012	0.0216
Si	0.0179	0.0548	0.0113
Si	-0.0265	0.0193	-0.0033
Si	0.0162	-0.0051	0.0054
Si	0.0367	-0.0009	0.0074
Si	-0.0418	0.0165	-0.0173
Si	0.0226	0.0073	0.0426
Si	0.0398	-0.0006	0.0273
Si	-0.01	-0.0219	0.0031
Si	0.01	-0.0027	-0.008
Si	0.0284	-0.0061	0.001
Si	-0.006	0.0095	0.012
Si	0.0102	-0.011	0.0187
Si	-0.0038	-0.0148	-0.0148
Si	-0.0193	0.0216	-0.0342
Si	0.016	-0.0115	0.01
Si	0.0047	-0.0013	0.0118
Si	0.0187	-0.0224	-0.0233
Si	0.0023	0.013	0.001
Si	0.0291	0.0118	-0.0025
Si	0.0092	0.0154	0.0228
Si	-0.0286	0.0128	0.0201
Si	-0.0157	-0.0014	0.01
Si	-0.0255	-0.0448	0.0231
Si	-0.0137	0.0082	-0.0455
Si	0.0084	-0.0004	0.0136
Si	0.0134	0.0241	-0.0177
Si	-0.0256	0.0183	0.0189
Si	-0.0247	-0.0123	0.0003
Si	-0.0057	-0.0187	0.0024
Si	-0.0043	-0.0301	0.016
Si	0.0228	0.0169	-0.0154
Si	-0.02	0.006	-0.0383
Si	-0.0155	0.0053	-0.0068
Si	-0.0022	0.0069	0.0163
Si	0.0209	-0.0314	0.0036
Si	-0.0393	0.0126	-0.0224
Si	0.013	-0.0169	0.0098
Si	-0.0082	0.0196	-0.009
Si	0.0026	0.0049	-0.0174
Si	0.0251	0.0421	-0.0099
Si	0.0369	0.0142	-0.0427
Si	-0.0242	-0.0013	0.0133
Si	0.0071	-0.0029	-0.0028
Si	-0.0112	-0.0045	0.0036
Si	-0.0143	0.0019	-0.0073
Si	-0.0039	-0.0007	-0.0017
Si	-0.0122	-0.0075	0.0067
Si	-0.0043	0.0019	0.0136
Si	-0.0135	-0.0016	0.0093
Si	0.0097	-0.0089	-0.0062
Si	0.0181	-0.0137	-0.0134
Si	-0.0131	-0.0202	-0.0153
Si	0.0361	-0.0068	-0.0069
Si	-0.0015	0.0007	0.0069
Si	-0.0017	-0.0074	0.0006
Si	0.0024	-0.0134	0.0016
Si	0.011	0.0313	-0.012
Si	0.0123	0.0269	-0.0068
Si	0.0011	-0.0094	0.0175
Si	-0.0123	-0.0027	-0.0016
Si	0.009	0.0202	-0.0121
Si	-0.0035	0.0041	0.001
Si	0.0095	0.008	0.0004
Si	-0.0191	-0.019	-0.0017
Si	0.0518	-0.0033	-0.0303
Si	-0.0118	0.0299	-0.0023
Si	-0.0044	-0.0233	-0.0044
Si	0.0245	0.0119	0.0056
Si	0.0007	0.0142	0.0015
Si	0.0009	0.0059	-0.0144
Si	-0.0048	0.004	0.0172
Si	0.0166	-0.0081	0.0044
Si	0.0088	0.0102	0.0072
Si	0.0066	0.009	-0.0166
Si	-0.0077	-0.0212	0.002
Si	-0.0351	-0.0269	-0.0022
Si	-0.0108	0.0216	0.0176
Si	0.0114	-0.0074	0.0069
Si	0.0039	-0.0011	-0.0007
Si	0.0079	-0.0179	-0.0114
Si	0.0207	0.0009	0.0006
Si	0.0071	0.0134	0.0045
Si	-0.0032	-0.0057	0.0186
Si	0.0199	-0.0043	0.0119
Si	-0.0028	0.0042	-0.0183
Si	-0.0021	0.006	-0.0143
Si	0.003	-0.0067	0.0017
Si	-0.0058	-0.0035	0.0108
Si	0.0047	-0.0027	0.0054
Si	-0.0088	0.0074	0.0005
Si	0.0018	0.0139	-0.0076
Si	-0.0065	-0.0059	0.0078
Si	0.0122	-0.0008	-0.0014
Si	0.0043	0.0065	-0.0001
Si	-0.0189	0.0053	0.0061
Si	-0.003	0.007	-0.0071
Si	-0.0138	-0.0071	0.0026
Si	0.0077	-0.0201	0.0128
Si	-0.0157	0.0168	0.0046
Si	-0.0261	0.0035	0.0054
Si	0.0181	0.003	-0.0103
Si	-0.014	0.0193	0.0107
Si	-0.0098	-0.0059	-0.0052
Si	0.0213	-0.0082	0.0036
Si	0.0029	0.0013	-0.0046
Si	0.0038	0.0087	-0.0043
Si	0.0161	-0.0007	-0.0023
Si	-0.0112	-0.0071	0.0027
Si	-0.0053	0.0127	-0.0067
Si	-0.0023	0.0034	-0.0056
Si	-0.0023	-0.0158	-0.0211
Si	0.0148	-0.0091	-0.0031
Si	-0.0048	0.0003	-0.0076
Si	-0.01	-0.0045	-0.0036
Si	-0.0015	-0.0197	0.0019
Si	0.0026	0.0256	0.0107
Si	-0.0264	0.0186	0.0441
Si	-0.0466	-0.0298	-0.0024
Si	-0.0197	-0.0163	0.0169
Si	-0.0125	0.0021	0.0032
Si	0.0097	0.0266	0.0061
Si	0.0243	-0.0241	0.0233
Si	-0.0185	-0.012	0.0041
Si	-0.0208	-0.0032	0.009
Si	0.003	-0.0077	-0.0107
Si	0.0085	-0.0014	0.012
Si	0.0212	-0.0049	-0.0004
Si	0.0166	-0.0411	0.0072
Si	0.0002	0.0097	-0.0043
Si	0.0042	-0.006	0.0047
Si	-0.0009	-0.0255	-0.0218
Si	0.0293	0.0197	-0.0084
Si	-0.003	0.0143	-0.021
Si	-0.0009	0.0032	0.0311
Si	0.0207	0.016	-0.0117
Si	0.0272	0.0062	-0.017
Si	0.0042	0.0218	-0.0036
Si	0.0174	-0.0407	0.0081
Si	0.0104	0.0136	-0.0224
Si	-0.0271	0.0075	0.0015
Si	-0.0226	0.0153	0.0107
Si	0.01	-0.0126	-0.0082
Si	-0.011	-0.0217	0.0146
Si	-0.0112	-0.0017	0.0074
Si	0.0093	0.0055	0.0163
Si	-0.0078	-0.0008	-0.01
Si	0.0039	0.0207	-0.0108
Si	0.0208	0.0083	0.0087
Si	-0.0074	0.003	-0.0247
Si	0.0165	-0.0097	-0.0068
Si	-0.0024	-0.0041	0.0167
Si	-0.0018	-0.0258	-0.0147
Si	0.013	0.0004	-0.0109
Si	0.0418	-0.016	-0.0192
Si	0.0359	-0.0293	0.0112
Si	0.0103	-0.0028	-0.0091
Si	0.0059	0.0136	-0.0221
Si	-0.0403	0.0208	-0.0076
Si	-0.02	-0.0067	-0.0279
Si	-0.0284	0.0048	-0.0809
Si	-0.0113	-0.0051	-0.0311
Si	0.0365	0.0234	0.0011
Si	-0.0276	0.0009	0.0028
Si	-0.0139	0.0206	-0.0141
Si	-0.0033	-0.0103	-0.0144
Si	-0.0149	0.0279	0.0155
Si	-0.0124	0.0267	-0.0144
Si	0.0132	-0.0014	-0.0036
Si	-0.0117	-0.0099	-0.0019
Si	0.0421	-0.0242	0.0171
Si	0.0258	-0.0357	-0.0033
Si	0.0151	-0.0046	-0.028
Si	-0.021	0.0136	-0.0183
Si	-0.0441	0.0431	-0.0038
Si	-0.0129	-0.0388	-0.0067
Si	-0.0319	0.0584	0.0587
Si	0.0213	0.0112	-0.0138
Si	0.0034	-0.0169	0.0054
Si	0.017	0.0021	-0.0089
Si	0.0045	-0.0156	-0.0466
Si	0.0092	-0.023	-0.034
Si	0.0147	-0.008	0.0123
Si	-0.0042	0.0042	-0.0198
Si	-0.014	-0.0119	-0.0383
Si	0.0215	0.0423	0.0311
Si	0.0156	0.0052	-0.0224
Si	-0.0265	0.0104	0.031
Si	0.0097	0.0353	-0.0478
Si	0.0061	-0.0231	0.0002
Si	-0.0062	0.0092	0.0215
Si	-0.0434	-0.0153	0.0001
Si	0.0088	0.0162	0.0143
Si	0.0113	-0.0024	-0.0327
Si	-0.0825	-0.0032	0.066
Si	-0.007	-0.01	-0.0105
Si	0.0296	-0.0009	0.0192
Si	0.0077	-0.0086	-0.0028
Si	-0.027	-0.0291	-0.0344
Si	0.0382	0.0001	0.0323
Si	-0.0265	-0.024	0.019
Si	0.0053	0.0126	-0.0106
Si	0.0374	-0.0024	0.0027
Si	0.0146	-0.0389	-0.0461
Si	-0.0067	0.029	0.0062
Si	0.0023	-0.0172	-0.0118
Si	-0.0502	-0.0423	-0.0038
Si	-0.0004	-0.0501	0.0444
Si	0.0309	0.0153	-0.0228
Si	0.0307	0.0127	0.0488
Si	-0.0325	-0.0033	-0.0158
Si	-0.0121	0.0581	0.0305
Si	-0.0155	0.0283	0.0019
Si	0.0512	-0.0142	0.054
Si	-0.0077	0.0163	0.0084
Si	0.0054	0.0131	0.0145
Si	0.0059	-0.0002	0.0241
Si	-0.0146	-0.0102	-0.0037
Si	0.0218	0.0057	0.0001
Si	0.0582	-0.0452	0.0351
Si	-0.0284	-0.0748	0.0431
Si	-0.0078	-0.0192	0.0368
Si	-0.0027	0.0018	0.0055
Si	0.0004	0.0324	-0.0178
Si	0.0279	0.0886	0.0376
Si	0.0041	-0.08	-0.0907
Si	0.0189	-0.0434	0.0518
Si	0.0108	0.0222	-0.009
Si	0.0711	0.0037	-0.0492
Si	-0.0781	0.0794	0.0405
Si	0.0287	0.0755	0.0582
Si	0.3426	0.3236	-0.2747
Si	-0.0076	-0.004	0.013
Si	0.0742	0.0471	0.0084
Si	0.0184	0.077	0.1032
Si	0.0192	0.007	0.0209
Si	0.0235	-0.0609	0.0102
Si	0.0499	0.0587	-0.0054
Si	0.0276	-0.024	-0.0275
Si	0.0237	0.037	0.0444
Si	-0.0233	-0.0027	-0.0013
Si	-0.0355	0.0004	0.0067
Si	0.0151	0.0373	0.0121
Si	-0.008	0.0031	0.0468
Si	-0.0118	0.0345	0.0789
Si	-0.0261	-0.0542	0.114
Si	-0.1097	-0.3855	-0.3252
Si	0.2965	0.0766	-0.4139
Si	0.0301	0.0367	0.0303
Si	0.0086	-0.0165	-0.013
Si	-0.0399	-0.073	0.0164
Si	0.0508	0.0386	-0.0304
Si	0.0156	0.0016	-0.0045
Si	-0.0429	-0.0897	-0.0178
Si	-0.0348	-0.0272	-0.0084
Si	-0.0096	-0.0145	0.0103
Si	-0.0479	0.0225	0.0008
Si	-0.0702	0.0003	-0.0385
Si	0.0103	-0.0068	-0.0363
Si	-0.341	-0.3152	-0.3652
Si	0.4297	-0.1832	-0.3937
Si	-0.0256	-0.065	0.1079
Si	-0.0372	0.0279	0.0126
Si	-0.0002	-0.062	0.0177
Si	0.0492	0.0468	0.0654
Si	0.0745	0.0295	0.0263
Si	-0.0249	-0.0748	-0.1135
Si	-0.6461	0.3203	0.454
Si	0.0424	0.0394	0.1007
Si	-0.0349	-0.054	-0.0064
Si	-0.0551	-0.0059	-0.032
Si	0.2521	-0.1922	-0.6059
Si	-0.3281	0.5003	-0.591
Si	0.0468	0.0203	0.003
Si	-0.0308	-0.0024	0.0327
Si	-0.1102	-0.09	-0.5163
Si	-0.1168	0.3276	-0.6294
Si	0.4407	-0.2911	-0.5107
Si	0.0059	-0.0096	0.0799
Si	-0.2227	0.1285	-0.6346
Si	0.2277	-0.1641	-0.5216
Si	0.1504	-0.1228	-0.6813
Si	-0.0125	0.0598	-0.6185
Si	-0.5157	0.5067	-0.2226
Si	-0.0038	-0.0679	0.0804
Si	-0.065	0.0285	0.0155
Si	-0.1832	0.1314	-0.4962
Si	0.0246	-0.0147	0.0556
Si	-0.1335	-0.2266	-0.5787
Si	-0.1882	0.1076	-0.5373
Si	0.0435	0.0652	0.0209
Si	0.0422	0.0265	0.0508
Si	0.3054	0.0263	-0.4627
Si	0.366	-0.1691	-0.3906
Si	-0.1654	0.1655	-0.5711
Si	0.0662	0.0393	-0.0129
Si	0.3875	0.0596	-0.1265
Si	0.0978	0.0122	-0.0219
Si	0.2685	-0.0198	-0.5112
Si	0.0807	-0.0435	-0.5894
Si	0.4421	0.3219	-0.2935
Si	-0.0179	0.0523	0.008
Si	-0.6127	-0.0684	-0.2163
Si	-0.1727	0.0805	-0.135
Si	-0.0838	-0.0763	-0.0318
Si	-0.3368	-0.2426	-0.2994
Si	0.0149	-0.0199	0.1039
Si	-0.2732	-0.1277	-0.6306
Si	0.0719	-0.097	-0.0402
Si	0.3154	0.3917	-0.0563
Si	-0.0016	-0.2323	-0.665
Si	-0.0453	-0.1512	-0.0652
Si	0.0965	0.0311	-0.2199
Si	0.0225	-0.014	0.043
Si	-0.1021	-0.0327	0.0559
Si	-0.0074	0.0648	0.0057
Si	-0.0989	0.0254	-0.0134
Si	-0.1996	0.1214	-0.173
Si	-0.0934	0.0357	-0.0015
Si	0.0426	-0.0532	0.0019
Si	0.1627	-0.143	-0.6139
Si	-0.0284	-0.0742	0.0185
Si	0.0186	-0.0377	-0.075
Si	-0.1692	0.1883	-0.6469
Si	-0.0808	0.0304	-0.0805
Si	0.4879	0.4578	-0.2239
Si	-0.155	-0.0503	0.1217
Si	-0.2865	-0.2452	-0.5885
Si	-0.1487	0.1856	-0.6494
Si	-0.2223	0.2921	-0.5448
Si	-0.0006	-0.1596	-0.0597
Si	-0.0287	0.0318	-0.5579
Si	0.0386	-0.0764	-0.0832
Si	0.0644	-0.0588	0.1618
Si	0.0489	-0.4164	0.4755
Si	0.0005	0.0747	0.0453
Si	0.2511	-0.0728	-0.7318
Si	-0.0184	0.0206	-0.0967
Si	-0.0308	0.0293	0.021
Si	0.0374	-0.1234	0.0059
Si	0.133	-0.1389	-0.1027
Si	-0.1969	0.0065	-0.4563
Si	-0.0392	0.0235	-0.091
Si	-0.1118	0.0932	-0.1231
Si	0.0411	-0.0971	0.1221
Si	-0.0112	-0.1927	-0.6315
Si	-0.1053	-0.0928	-0.0354
Si	0.0546	0.0601	-0.1096
Si	0.1144	-0.0973	-0.0414
Si	0.0494	-0.0753	-0.0543
Si	-0.0193	0.0547	-0.0413
Si	-0.028	-0.0625	0.0187
Si	-0.0918	-0.0302	0.0231
Si	0.0829	0.0204	0.0901
Si	0.0622	-0.0235	0.0559
Si	0.1198	0.0443	-0.0569
Si	-0.0953	0.037	0.0873
Si	-0.023	0.1594	0.0125
Si	0.0944	-0.1197	0.007
Si	0.0575	0.058	0.0314
Si	-0.0072	-0.0264	0.0359
Si	0.0761	0.0177	0.2142
Si	0.0716	-0.1086	0.0133
Si	0.0234	0.0244	-0.0597
Si	-0.0326	0.0356	-0.0069
Si	-0.0028	-0.0551	-0.0253
Si	0.1484	-0.2074	-0.7082
Si	0.1455	0.0268	-0.1394
Si	-0.1617	0.1857	0.0622
Si	-0.3707	0.5654	-0.0181
Si	-0.0408	0.0824	0.0916
Si	0.0439	-0.0027	0.0962
Si	0.0528	-0.0965	0.0006
Si	0.1701	0.0065	-0.0379
Si	0.06	-0.003	-0.1035
Si	-0.0757	0.0245	-0.0405
Si	0.3624	-0.3066	0.3683
Si	-0.0194	-0.0508	-0.0404
Si	0.2032	-0.0057	-0.0536
Si	0.1179	-0.0387	0.023
Si	-0.0119	0.054	-0.0611
Si	-0.0157	0.0782	0.0832
Si	0.1268	-0.0163	0.1347
Si	-0.1928	0.112	0.5235
Si	-0.0303	-0.0299	0.0717
Si	0.001	0.1121	0.4775
Si	-0.0159	-0.0521	-0.057
Si	-0.2042	0.1006	0.5103
Si	0.0953	0.1584	0.0055
Si	-0.02	0.0617	0.134
Si	0.0379	0.0525	-0.1171
Si	-0.0086	-0.0378	0.034
Si	0.0855	0.1608	-0.0642
Si	0.0225	-0.0767	-0.0649
Si	-0.0057	-0.0079	-0.1131
Si	0.0932	-0.1539	-0.0103
Si	0.1062	0.0072	-0.0612
Si	-0.2372	0.0549	0.5164
Si	0.0479	-0.0909	0.0719
Si	-0.0831	-0.0555	-0.051
Si	-0.0338	-0.0585	-0.0139
Si	0.028	-0.0313	-0.019
Si	0.0822	0.023	-0.1372
Si	0.0122	0.0834	0.0915
Si	-0.0323	-0.0122	-0.0147
Si	0.0299	0.0607	0.0235
Si	-0.0207	-0.052	-0.1786
Si	-0.0041	-0.0454	-0.1186
Si	-0.011	-0.0402	-0.1203
Si	-0.0968	-0.0518	-0.1771
Si	0.0948	0.0496	0.0463
Si	0.0281	0.0272	0.08
Si	0.2052	0.0441	-0.1882
Si	-0.0099	0.0226	0.1021
Si	-0.0746	-0.1725	0.082
Si	-0.0078	-0.0317	0.1474
Si	0.0087	-0.0218	-0.0378
Si	-0.0618	0.0446	0.1028
Si	0.0772	0.0075	0.0261
Si	0.1132	-0.0612	-0.0473
Si	0.0278	0.0787	-0.6721
Si	0.008	-0.032	0.1371
Si	0.016	0.0356	0.0487
Si	0.3612	-0.3309	0.0923
Si	0.0958	-0.521	-0.3763
Si	-0.0392	0.0205	0.125
Si	0.0394	-0.0056	0.0036
Si	-0.0889	0.0822	-0.0273
Si	0.0423	-0.1166	-0.1225
Si	0.0623	-0.1351	-0.1326
Si	-0.0263	0.0641	0.0533
Si	-0.0362	-0.0233	0.0459
Si	0.0332	0.0103	0.124
Si	-0.0256	0.0392	0.0487
Si	0.0196	-0.111	0.0074
Si	-0.0541	0.0829	-0.1102
Si	-0.0003	0.0423	0.1045
Si	0.1803	-0.1706	-0.0427
Si	-0.3881	0.2917	0.4082
Si	0.0848	0.103	-0.0999
Si	0.0091	0.017	-0.0098
Si	0.0036	0.0059	-0.0037
Si	-0.0045	0.0111	0.0015
Si	0.0045	0.0006	0
Si	-0.0137	-0.0101	-0.0051
Si	-0.0134	-0.0087	-0.0151
Si	-0.0004	-0.0052	-0.0017
Si	0.0011	0.0038	0.0077
Si	0.0045	0.0148	0.0021
Si	-0.0193	-0.0057	-0.0075
Si	0.0152	0.0075	-0.0046
Si	0.0042	0.0037	0.0085
Si	-0.0021	-0.0027	0.0186
Si	-0.0226	-0.0253	0.0056
Si	0.0118	-0.0057	0.0113
Si	0.0085	-0.0067	0.0067
Si	0.0166	0.0161	0.0016
Si	-0.0013	0.0116	0.0038
Si	-0.0142	-0.0176	0.0001
Si	0.0096	0.0009	0.0028
Si	-0.011	0.0121	0.0027
Si	-0.0074	0.0057	0
Si	-0.0082	-0.0104	0.007
Si	-0.0022	0.0011	0.011
Si	0.0028	0.0012	0.0075
Si	0.0049	-0.0102	-0.0019
Si	0.0059	-0.006	0.0028
Si	-0.0146	-0.0215	0.0156
Si	0.0001	0.0068	0.0076
Si	-0.0022	0.0058	0.0029
Si	-0.0032	-0.004	-0.0096
Si	-0.009	0.0055	0.0024
Si	0.005	0.0125	-0.004
Si	0.0085	0.0066	0.0171
Si	0.0181	0.0071	0.0061
Si	0.0111	0.005	-0.012
Si	0.0058	-0.0094	0.0124
Si	-0.0106	0.006	-0.0007
Si	-0.0005	-0.0004	-0.0022
Si	0.002	-0.0001	0.0026
Si	-0.002	0.0075	0.0066
Si	-0.0093	0.0015	0.0084
Si	-0.0076	0.0032	-0.0008
Si	0.0032	0.0043	-0.0048
Si	-0.0042	-0.0118	-0.004
Si	0.0072	-0.0086	-0.0019
Si	-0.0115	-0.0002	0.0043
Si	0.0003	-0.0009	-0.0024
Si	0.0067	-0.01	-0.0079
Si	-0.008	0.0138	-0.0015
Si	0.0085	-0.0003	-0.0045
Si	-0.0063	-0.0081	0.0024
Si	-0.0001	-0.0033	0.0005
Si	0.0061	-0.0108	-0.0038
Si	-0.0158	0.0211	-0.0019
Si	0.0085	-0.0025	-0.0015
Si	0.0021	-0.0025	-0.0048
Si	0.0015	-0.0207	-0.0062
Si	0.0007	-0.006	-0.0094
Si	0.0032	0.0135	0.0006
Si	0.0046	-0.0041	-0.0034
Si	-0.0066	0.0131	0.0072
Si	-0.0034	-0.0005	-0.0035
Si	0.0083	0.0115	0.0088
Si	-0.0005	0.0098	0.0019
Si	0.0083	-0.0053	0.002
Si	0.0008	0.0197	0.005
Si	0.0163	-0.0087	0.0137
Si	0.0148	-0.0102	0.0002
Si	-0.0007	0.0033	-0.0011
Si	-0.0067	0.0043	-0.0087
Si	-0.0118	0.0048	0.0086
Si	-0.0042	-0.002	-0.0047
Si	-0.0015	-0.0075	-0.0054
Si	0.0017	-0.006	-0.002
Si	0.0074	0.0052	-0.0044
Si	-0.0137	0.0078	-0.003
Si	-0.0056	0.006	-0.0108
Si	-0.0013	-0.005	0.0022
Si	-0.0012	-0.0056	0.0009
Si	0.0041	0.0059	-0.0017
Si	0.0009	-0.0007	0.0003
Si	0.0055	0.01	-0.0024
Si	-0.0015	-0.0003	0.0023
Si	0.0004	0.0143	0.002
Si	0.004	-0.0105	0.0063
Si	-0.002	-0.0007	0.0095
Si	-0.0003	0.006	0.0098
Si	0.0103	0.0027	0.0036
Si	-0.0012	0.0056	0.0044
Si	-0.0032	-0.0043	0.0024
Si	-0.0085	0.002	0.0067
Si	-0.0136	-0.0053	0.0064
Si	0.0141	0.0112	0.0039
Si	-0.0032	0.0041	0.0034
Si	-0.0048	-0.0133	0.0061
Si	0.001	0.0029	0.0007
Si	0.0093	0.002	-0.0041
Si	0.0079	0.0045	0.001
Si	-0.004	0.0011	-0.0006
Si	-0.0065	-0.0222	0.0067
Si	-0.0037	-0.0014	-0.004
Si	0.0113	0.0042	-0.0064
Si	-0.0034	0.0106	-0.0028
Si	-0.0085	0.0008	-0.0012
Si	-0.0048	0.0009	-0.0044
Si	0	-0.0103	-0.0048
Si	0.0125	-0.0004	-0.0014
Si	-0.0095	0.0028	0.0055
Si	-0.0049	0.0094	-0.0022
Si	-0.0042	0.007	-0.0013
Si	-0.007	-0.0077	0.0007
Si	0.0074	-0.0052	0.0012
Si	-0.006	-0.0074	0.0031
Si	-0.0007	0.0039	-0.0004
Si	0.0067	0.0067	-0.0015
Si	0.0054	-0.0045	0.0005
Si	-0.001	-0.0081	-0.0045
Si	-0.0005	-0.0023	0.0028
Si	0.01	-0.0146	-0.0036
Si	0.0018	0.0131	-0.004
Si	-0.0024	-0.0035	-0.0017
Si	0.0003	-0.0025	-0.0044
Si	0.0036	-0.0138	-0.0015
Si	-0.0035	-0.0069	-0.0031
Si	-0.0023	0.0096	-0.0022
Si	0.0036	-0.0035	-0.0033
Si	0.0037	0.0014	-0.0049
Si	0.0003	-0.0045	-0.0058
Si	-0.0021	0.0183	0.0063
Si	0.0026	0.0114	0.0008
Si	0.0003	0.0026	-0.0003
Si	-0.0002	0.0002	-0.0019
Si	0.0056	-0.0049	0.0044
Si	0.0117	0.0026	-0.0023
Si	-0.0046	0.0042	0.0012
Si	0.0025	0.0056	0.0005
Si	0.0021	0.0015	-0.0025
Si	0.0035	-0.0002	0.0051
Si	-0.0106	-0.0038	0.0035
Si	-0.0035	0.0002	0.0041
Si	0.0011	-0.0022	0.0015
Si	-0.0082	0.0117	-0.0011
Si	0.0015	-0.0042	0.01
Si	0.0027	0.0011	-0.0012
Si	-0.003	-0.0138	-0.0078
Si	0.0023	0.0074	-0.0024
Si	-0.0013	0.0081	-0.0072
Si	-0.0065	-0.0004	-0.0038
Si	0.0039	-0.0019	0.0015
Si	-0.0015	-0.0026	-0.0022
Si	-0.003	0.0032	0.0012
Si	0.004	0.0004	-0.0047
Si	0.0002	0.0015	0.0042
Si	-0.0012	0.0017	0.004
Si	0.0024	0.002	0.0003
Si	0.0017	-0.0212	-0.0016
Si	-0.0045	0.006	0.0065
Si	0.0009	0.0096	0.0066
Si	0.0008	0.0107	0.0011
Si	0.0071	0.0079	0.0044
Si	0.0013	-0.0035	-0.0004
Si	-0.0085	0.0109	0.0071
Si	0.0007	0.0018	0.0026
Si	-0.0011	0.0017	0.0102
Si	-0.0045	-0.017	0.003
Si	-0.0013	-0.0078	0.0002
Si	-0.0014	-0.0008	0.0045
Si	0.0034	0.0011	0.0031
Si	-0.0075	0.0023	-0.0055
Si	0.0029	-0.0019	-0.0003
Si	0.0042	-0.0028	-0.0066
Si	0.005	-0.002	-0.0004
Si	0.0039	0.0013	-0.0021
Si	0.001	0.01	-0.0046
Si	0.0066	0.0025	0.0012
Si	0.0028	0.0001	-0.0032
Si	-0.0007	-0.004	-0.0034
Si	-0.0008	-0.0023	-0.0009
Si	-0.0108	0.0041	-0.0023
Si	-0.0032	0.002	0.0044
Si	0.0024	0.0145	0.0033
Si	-0.0054	-0.0008	0.0065
Si	0.0035	-0.0027	-0.004
Si	0.0096	0.0098	0.0056
Si	-0.0052	-0.0057	0.0044
Si	0.0006	0.002	0.0062
Si	0.0031	-0.0006	0.0013
Si	-0.0008	0.0051	0.0019
Si	-0.0047	-0.0032	0.0003
Si	-0.0145	-0.0102	0.0014
Si	0.0031	-0.0107	0.0073
Si	0.0132	0.0212	-0.002
Si	0.0059	0.0054	-0.002
Si	-0.0034	-0.0133	-0.0006
Si	0.0026	-0.0058	-0.0008
Si	0.0086	-0.0001	0.0002
Si	-0.0024	0.0083	-0.0058
Si	-0.0048	-0.0175	-0.0032
Si	-0.0018	-0.0006	-0.0027
Si	0	-0.0046	-0.001
Si	0.0086	0.0139	0.0032
Si	-0.0091	-0.0028	-0.0014
Si	-0.0037	0.0006	-0.0017
Si	0.0037	0.0047	-0.0031
Si	0.0175	0.0052	-0.0035
Si	-0.0018	0.0022	-0.004
Si	0.0074	0.0172	-0.0005
Si	0.0021	0.0052	0.0021
Si	-0.0054	0.0014	0.0033
Si	0.003	-0.0042	0.0022
Si	-0.0212	-0.0115	0.0052
Si	0.0032	-0.0018	-0.0036
Si	-0.0028	0.0047	0.0026
Si	-0.0116	-0.0037	-0.0046
Si	0.0026	-0.0047	0.0085
Si	-0.005	-0.002	-0.0038
Si	-0.0081	-0.0019	-0.0127
Si	0.0019	-0.0164	-0.0046
Si	-0.0162	0.0154	-0.0116
Si	0.004	-0.0051	-0.0019
Si	0.0199	-0.0054	-0.0004
Si	-0.0003	0.0103	0.0027
Si	0.0084	-0.0237	-0.007
Si	0.0015	0.0018	0.0025
Si	0.0004	0.0031	0.0034
Si	-0.0012	-0.0026	0.0051
Si	-0.0003	0.0122	0.0005
Si	0.0078	-0.0146	-0.0044
Si	-0.0077	-0.0012	0.0085
Si	0.0078	-0.0009	0.0045
Si	-0.0072	0.0083	0.0061
Si	-0.0032	0.008	0.0052
Si	0.0018	0.0059	0.0034
Si	-0.0044	0.0102	0.0024
Si	0.003	0.0033	0.0062
Si	-0.0054	0.0045	0.0142
Si	0.0014	-0.0026	0.0037
Si	-0.0041	0.0065	-0.0001
Si	-0.001	-0.0037	0.0043
Si	0.0016	-0.0093	0.0037
Si	-0.0142	0.0059	-0.0006
Si	0.0001	0.0037	-0.0007
Si	0.0015	-0.0057	-0.0084
Si	0.0075	-0.0163	0.0014
Si	0.0213	-0.0041	-0.0084
Si	0.0005	0.0102	0.0036
Si	0.0073	0.0081	-0.003
Si	-0.0072	0.0111	-0.0017
Si	0.0023	0.0037	-0.0003
Si	-0.0022	0.0045	-0.0118
Si	-0.0128	-0.0123	-0.0027
Si	0.0137	0.0079	-0.003
Si	-0.0026	-0.0095	0.0164
Si	0.0073	-0.0028	-0.0054
Si	-0.0052	-0.0162	0.0074
Si	-0.0095	-0.0007	0.0042
Si	-0.0126	-0.0118	-0.0021
Si	0.0085	0.0125	-0.0047
Si	-0.0084	0.0011	0.0015
Si	-0.0007	-0.0039	0.0066
Si	0.0117	-0.0045	-0.0021
Si	0.006	0.0075	0.0028
Si	0.0159	0.01	-0.0016
Si	-0.0002	-0.0061	0.004
Si	-0.0027	0.011	0.0032
Si	-0.0091	-0.0028	-0.006
Si	0.0001	0.0069	0.0008
Si	0.0011	-0.0011	-0.0012
Si	-0.0052	-0.0225	-0.0098
Si	-0.009	-0.0153	-0.0109
Si	-0.0035	-0.0076	-0.0018
Si	0.0081	0.0045	-0.0012
Si	-0.0049	0.0007	0.0051
Si	-0.0093	-0.0042	0.0025
Si	0.0035	0.027	-0.0001
Si	0.019	0.0139	-0.0029
Si	-0.0032	0.0023	-0.0008
Si	0.0072	0.0024	-0.0023
Si	0.0082	0.0238	-0.002
Si	0.0051	0.003	0.0061
Si	-0.0252	-0.0342	0.0004
Si	-0.0187	-0.0106	-0.0001
Si	0.0056	0.0133	-0.0006
Si	-0.0024	-0.0075	-0.0019
Si	-0.0101	-0.0009	0.0015
Si	0.0099	0.0096	-0.0057
Si	0.0025	0.0091	0.0006
O	-0.0691	-0.1286	-0.1682
O	-0.1472	0.1331	0.0494
O	-0.1311	0.2824	-0.2662
O	-0.2435	-0.0715	-0.368
O	0.3774	0.0008	0.0556
O	0.0272	-0.5847	-0.2134
O	-0.4419	0.3101	-0.3188
O	0.506	-0.3587	-0.1266
O	0.1217	-0.1053	-0.5782
O	0.0048	0.0229	-0.1471
O	0.019	0.4236	0.1086
O	0.0258	0.1183	-0.2783
O	-0.018	0.0948	0.1578
O	0.4911	-0.1369	-0.2597
O	0.3556	0.0374	-0.3808
O	-0.0282	-0.1329	0.4757
O	-0.0553	-0.2743	-0.5261
O	-0.0591	-0.1508	-0.0864
O	0.3946	0.3471	0.193
O	-0.1022	0.3699	0.2648
O	0.0154	0.6496	0.0078
O	0.0928	-0.6509	-0.1578
O	0.0987	-0.4129	0.1972
O	-0.0312	-0.5469	0.0349
O	-0.166	0.601	-0.4444
O	0.6165	-0.4139	0.23
O	0.0992	-0.4561	-0.1394
O	-0.5683	-0.211	0.3267
O	0.2102	0.0567	-0.2615
O	0.2946	0.0318	0.5115
O	0.126	-0.045	0.5032
O	-0.3984	-0.1374	0.3234
O	0.0986	-0.1982	0.0323
O	-0.334	0.291	0.4273
O	0.3529	0.4203	0.1877
O	-0.2133	0.2134	0.3167
O	0.0253	-0.2702	0.379
O	0.3217	-0.2357	0.5356
O	-0.0181	-0.1179	0.0805
O	0.0371	-0.2955	-0.2216
O	-0.2466	0.0103	-0.0789
O	0.1171	0.4095	0.4223
O	0.3802	0.1492	-0.2167
O	0.0329	-0.0377	0.1846
O	-0.2452	-0.1801	0.4679
O	-0.1539	0.0424	-0.5261
O	-0.1269	-0.6546	0.4103
O	-0.4174	0.498	0.1306
O	-0.065	0.387	0.3755
O	0.078	-0.186	-0.1619
O	0.0022	-0.1642	0.4568
O	0.1171	0.2108	0.6347
O	0.3315	-0.0539	-0.1756
O	-0.3518	0.115	0.4385
O	-0.4377	0.2844	0.1123
O	-0.1568	0.1003	-0.225
O	0.1022	0.0846	0.1176
O	0.2135	-0.3091	-0.0965
O	-0.0708	0.2882	-0.3448
O	0.0471	0.6805	0.5719
O	-0.0304	0.378	-0.4094
O	0.311	-0.2852	0.3258
O	-0.4311	0.3455	0.708
O	-0.4017	-0.2275	-0.3104
O	-0.0664	-0.4126	-0.0104
O	-0.3259	0.0836	0.143
O	-0.0393	0.2357	0.4236
O	-0.0748	0.4255	-0.5695
O	-0.104	-0.2645	-0.104
O	0.146	-0.2178	0.1216
O	-0.4271	0.2392	0.0576
O	-0.29	0.2215	0.169
O	0.0028	-0.24	0.6166
O	0.4314	-0.2703	-0.1982
O	0.6159	-0.114	0.3912
O	-0.3433	-0.0183	-0.0444
O	-0.2014	-0.5917	-0.3165
O	-0.4345	0.5784	-0.2107
O	-0.3014	-0.3642	-0.0681
O	-0.384	-0.0522	-0.0967
O	-0.0252	-0.4006	-0.247
O	0.2453	0.5082	-0.3565
O	0.211	0.3179	-0.1844
O	0.3007	-0.4789	-0.2228
O	-0.1327	-0.0934	-0.0842
O	-0.0504	0.2559	-0.2509
O	0.3875	-0.1373	-0.1354
O	0.2067	-0.6217	-0.3185
O	0.1199	0.1049	0.3359
O	0.5563	-0.0484	-0.2392
O	0.0646	0.5562	0.1414
O	-0.3105	-0.2344	-0.4572
O	0.1652	-0.5268	-0.1795
O	-0.0167	0.0653	-0.4922
O	0.1095	0.5896	-0.2192
O	0.064	0.0295	-0.5516
O	-0.2618	-0.2911	-0.1543
O	0.1334	0.0621	0.209
O	-0.6857	0.0228	0.2866
O	0.0587	-0.3102	-0.5198
O	-0.5481	0.1294	0.0764
O	-0.365	-0.4793	-0.0658
O	-0.1575	-0.2291	0.1751
O	-0.3183	-0.2633	0.2211
O	-0.0152	-0.0769	0.4897
O	-0.5488	0.1647	-0.2205
O	0.1496	-0.351	0.1828
O	0.4649	-0.0601	-0.5516
O	0.3856	0.1512	-0.2072
O	-0.2748	0.0454	-0.0963
O	-0.6739	0.2799	-0.023
O	-0.1272	-0.0651	0.404
O	0.072	-0.3005	-0.1027
O	0.2943	0.3672	0.1995
O	0.0175	-0.0571	-0.3643
O	0.4035	-0.3303	-0.0497
O	0.2519	0.315	-0.2517
O	0.3314	-0.1219	-0.0858
O	0.1181	-0.1618	-0.2606
O	-0.2792	-0.1026	0.4519
O	-0.5001	-0.0983	0.1099
O	0.4833	-0.3247	-0.2273
O	0.1832	0.3421	0.006
O	0.246	0.6652	0.1433
O	0.2028	0.1049	0.0307
O	-0.8181	-0.0902	0.1416
O	-0.0865	0.1696	-0.0179
O	-0.4716	-0.1813	-0.4193
O	-0.4007	0.2044	0.1234
O	0.1381	-0.159	-0.0526
O	-0.3319	0.1916	0.249
O	-0.2813	0.1125	-0.1597
O	-0.747	0.1955	0.1977
O	-0.4553	0.0782	-0.2379
O	-0.1183	0.0928	0.4879
O	0.0611	0.0152	0.0268
O	0.2154	-0.3202	-0.2318
O	0.5856	-0.1376	0.001
O	-0.1052	0.2436	0.2027
O	-0.1168	0.0114	-0.3867
O	-0.1157	-0.5821	-0.2241
O	-0.5351	0.4367	-0.2676
O	-0.142	0.0323	-0.1517
O	-0.237	0.1656	0.3164
O	-0.3281	-0.3165	-0.3055
O	0.0657	-0.3866	0.4729
O	0.1208	0.4543	-0.2839
O	0.143	0.4518	0.1289
O	0.2682	0.3727	-0.0132
O	0.5718	0.1119	0.0173
O	-0.2467	0.2926	-0.4915
O	-0.3368	-0.2353	0.1034
O	-0.0498	-0.3065	-0.3719
O	0.1059	-0.0033	-0.4717
O	0.1068	0.2648	0.328
O	-0.2939	0.0393	0.4338
O	-0.51	-0.1079	-0.3539
O	0.2951	0.0945	0.2967
O	0.147	0.0734	-0.594
O	-0.0877	-0.2679	-0.0912
O	0.1984	0.2461	0.1851
O	-0.1304	-0.0017	-0.3389
O	-0.106	0.1662	-0.5956
O	0.2721	-0.1097	-0.0205
O	0.1512	-0.4263	-0.0609
O	-0.3563	0.609	0.0366
O	-0.1406	-0.2744	-0.4029
O	0.1142	0.0251	0.1778
O	-0.2183	0.1073	0.3271
O	0.162	0.3658	-0.147
O	0.1299	0.5969	-0.1324
O	-0.0356	0.3698	0.3103
O	-0.3341	0.1736	0.0162
O	0.0319	-0.219	0.1773
O	0.3079	0.5421	-0.2162
O	0.2089	-0.4715	0.2696
O	-0.2417	0.2671	-0.5753
O	0.307	0.3414	-0.1684
O	-0.3915	0.3044	0.4109
O	-0.1973	-0.0969	0.4518
O	-0.0081	-0.1703	-0.1043
O	0.491	-0.4937	0.121
O	0.0897	0.2054	-0.3466
O	-0.1578	-0.0838	0.2266
O	-0.2876	-0.2837	-0.2849
O	-0.3991	-0.1606	0.3348
O	-0.1728	-0.0894	0.0183
O	0.0217	-0.1321	-0.2641
O	0.5741	-0.355	-0.1792
O	0.3581	-0.0198	-0.2254
O	-0.2891	0.2829	-0.2912
O	-0.1174	0.2702	0.3367
O	-0.2472	-0.0264	0.467
O	0.2953	-0.0104	-0.2551
O	-0.008	-0.627	-0.1001
O	-0.2377	0.2654	-0.0853
O	-0.2307	-0.1808	0.1872
O	0.1654	-0.2949	-0.3373
O	-0.1929	0.1624	-0.3285
O	0.1586	0.3466	-0.0372
O	-0.2871	0.1085	-0.4888
O	0.4242	0.5469	0.3433
O	0.6108	0.0306	-0.1056
O	-0.0155	0.2632	0.0189
O	0.5787	0.0723	-0.5032
O	0.1529	0.442	0.295
O	0.0313	-0.3629	0.0018
O	-0.5343	-0.1241	-0.3916
O	0.5463	-0.4031	-0.0251
O	-0.1974	0.309	0.3224
O	0.3728	0.2443	0.3776
O	-0.2308	0.1541	0.5684
O	0.1767	-0.1891	-0.3892
O	-0.4339	0.1549	-0.0827
O	0.1505	-0.174	0.035
O	0.5478	-0.1124	0.1332
O	0.5586	-0.0709	0.2039
O	-0.4234	-0.0073	-0.31
O	0.0531	-0.1737	0.2407
O	0.0411	-0.158	0.3796
O	-0.4644	0.1733	-0.216
O	0.0824	0.0788	-0.7281
O	0.3086	0.1344	-0.1719
O	-0.5631	0.4736	0.1452
O	0.699	-0.0913	0.1897
O	-0.0851	-0.4517	0.3764
O	0.1229	-0.0837	-0.3905
O	0.0406	0.333	-0.2145
O	0.5755	0.2865	0.3651
O	-0.5837	0.0569	0.2414
O	-0.0861	-0.3088	-0.218
O	-0.4114	-0.2387	0.2714
O	0.2068	-0.0004	-0.3505
O	0.0846	0.1169	-0.3155
O	-0.0993	0.421	-0.2855
O	-0.1328	-0.0815	-0.1652
O	-0.6146	0.2775	0.1408
O	0.121	-0.0808	-0.3013
O	0.1309	0.1199	-0.2357
O	0.2604	0.3822	0.2379
O	0.193	0.1869	0.0619
O	0.1592	-0.2139	0.1083
O	-0.0901	0.0178	0.4507
O	-0.352	-0.2998	-0.0041
O	-0.1148	-0.2525	-0.246
O	0.3268	-0.1949	0.5333
O	-0.0595	-0.5103	0.2013
O	0.1534	-0.6449	0.0713
O	-0.1421	-0.2234	-0.4112
O	-0.1073	-0.3006	0.2052
O	0.4827	-0.2918	0.0512
O	-0.0273	-0.2955	-0.0245
O	-0.251	-0.401	-0.2836
O	-0.5636	0.544	0.027
O	-0.255	-0.3703	-0.1426
O	0.4206	0.2016	-0.107
O	0.0939	0.3911	-0.1919
O	0.1987	0.2712	-0.1483
O	0.1254	-0.1035	-0.1526
O	0.0365	0.2691	0.4178
O	0.1946	-0.0145	-0.3835
O	-0.2587	0.0897	-0.6131
O	-0.0223	0.0718	0.0422
O	0.2093	-0.0503	-0.309
O	0.2806	0.2039	0.3406
O	-0.1626	-0.0657	0.075
O	-0.2587	0.3708	0.4502
O	-0.3874	-0.1902	-0.2068
O	-0.2194	-0.0162	0.5857
O	0.0155	0.4354	-0.5676
O	-0.3852	0.5526	0.2997
O	0.4401	0.2794	-0.4448
O	-0.2197	-0.0894	-0.0822
O	0.2868	0.1938	0.2926
O	0.0467	0.305	0.4429
O	0.2152	-0.0658	-0.0948
O	0.3881	0.2333	-0.2778
O	0.3673	0.2138	0.0503
O	0.101	-0.2146	-0.3675
O	0.4293	0.1472	0.3735
O	0.0544	0.2464	-0.0001
O	0.6604	-0.1882	-0.1647
O	0.6366	0.1352	0.0209
O	-0.1149	-0.1646	0.0749
O	-0.4245	-0.3537	0.2341
O	0.3531	0.3648	0.0495
O	0.1166	-0.1805	-0.1965
O	-0.2204	-0.3527	0.4354
O	-0.23	-0.0413	-0.0809
O	0.0749	0.248	0.0861
O	-0.0851	-0.325	0.285
O	-0.0451	0.1666	0.0632
O	0.4146	0.3267	-0.1252
O	0.1379	0.1548	-0.4531
O	0.0507	0.0274	0.6085
O	-0.2375	0.4761	0.0986
O	-0.0554	-0.1235	-0.4784
O	-0.2821	-0.1295	-0.3001
O	-0.2491	0.2072	-0.0332
O	0.5394	0.3217	0.3306
O	-0.6603	-0.1848	0.3567
O	-0.2557	-0.1017	-0.1181
O	0.2026	0.1452	-0.2939
O	-0.0427	-0.0121	0.1751
O	-0.069	-0.1565	-0.1426
O	0.4862	-0.0647	0.0238
O	-0.376	0.2164	0.2362
O	-0.329	-0.4471	-0.2751
O	0.0711	0.3014	-0.3482
O	0.3264	0.5192	-0.3679
O	-0.6411	0.4231	0.0964
